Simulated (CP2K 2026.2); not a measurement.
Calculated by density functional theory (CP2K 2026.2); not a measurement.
Periodic cell of 1152 atoms, Si864O288, from a study of silicon, its oxide and their interface. The atomic structure is a simulated model.
Doubt: the forces sum to 1.00 eV/angstrom along one axis rather than to zero, so they err by at least 0.0009 eV/angstrom per atom on average; the grid cutoff is modest.

Settings: functional PBE; method Gaussian and plane waves; basis set DZVP-MOLOPT-SR-GTH; pseudopotentials GTH-PBE; grid cutoff 350 Ry, relative cutoff 50 Ry; k points Gamma only; occupations fixed; spin none; net charge 0.

Cell vectors (angstrom)
a  32.64  0  0
b  0  16.32  0
c  -0.1217  0.0983  38.627

Atoms: element, x, y, z (angstrom)
Si  1.0415  15.1093  0.1147
Si  3.6356  1.6971  38.6207
Si  1.557  3.804  0.1532
Si  4.3332  6.6622  0.1138
Si  1.203  9.8135  0.1544
Si  4.1915  11.8735  0.3878
Si  6.9646  14.8343  0.3822
Si  9.5471  1.0736  0.4012
Si  6.4363  4.5218  38.5773
Si  9.5907  6.664  0.0238
Si  6.3958  9.7403  0.1608
Si  8.9521  12.6958  38.6145
Si  11.7567  15.2497  0.0809
Si  15.1526  1.8408  38.4747
Si  11.6666  4.51  38.5728
Si  15.2065  6.6404  0.0037
Si  11.9637  9.6996  38.6112
Si  14.7767  12.6968  38.4958
Si  17.9506  14.715  0.0266
Si  20.4568  1.5109  0.1122
Si  17.4428  4.3847  0.0249
Si  20.1731  7.1827  38.4179
Si  17.8361  9.3608  38.5696
Si  20.1554  12.4485  0.1006
Si  23.2782  14.6387  0.2713
Si  25.8754  1.3189  0.4266
Si  23.5891  3.5567  38.5763
Si  26.0363  6.3407  38.6151
Si  23.4936  9.5967  38.268
Si  25.6281  12.5079  0.1479
Si  27.9415  15.5506  38.5337
Si  31.6099  1.0816  0.3051
Si  28.5867  4.2889  0.0987
Si  31.0861  6.9561  0.0708
Si  28.856  9.2162  0.1994
Si  31.3312  11.9564  38.5723
Si  2.6835  16.2935  1.3562
Si  5.438  2.7312  1.2324
Si  2.7383  5.4382  1.3616
Si  5.3765  8.1722  1.5447
Si  2.6564  10.7921  1.696
Si  5.3858  13.5539  1.5093
Si  8.145  16.2321  1.7962
Si  10.7739  2.8129  1.3597
Si  8.1003  5.4767  1.3819
Si  10.7482  8.2497  1.3454
Si  8.0434  10.9449  1.3429
Si  10.7178  13.6346  1.4131
Si  13.6596  0.1665  1.008
Si  16.3625  2.9027  1.4863
Si  13.4937  5.5184  1.1962
Si  16.3344  8.2238  1.2953
Si  13.5326  11.0636  1.1605
Si  16.2905  13.7267  1.362
Si  19.0239  0.0719  1.2957
Si  21.9931  2.6442  1.3935
Si  19.1732  5.4856  1.1695
Si  22.0211  8.1604  1.0072
Si  19.0219  10.8438  1.3211
Si  21.7153  13.5036  1.5064
Si  24.4198  16.2554  1.5623
Si  27.3821  2.7285  1.467
Si  24.5917  5.1921  1.3211
Si  27.1727  8.0121  1.2814
Si  24.553  10.832  1.3357
Si  27.2635  13.6809  1.3046
Si  29.8346  16.2875  1.3226
Si  0.1004  2.6559  1.5774
Si  30.0108  5.4419  1.4968
Si  0.038  8.1459  1.3359
Si  29.9768  10.8167  1.444
Si  32.5185  13.5037  1.3339
Si  1.4335  1.2821  2.8738
Si  4.1162  4.0647  2.7136
Si  1.3625  6.7755  2.7242
Si  4.0104  9.4172  2.9662
Si  1.2866  12.2867  2.8265
Si  4.0311  14.9746  2.7647
Si  6.7085  1.429  2.7796
Si  9.4376  4.1193  2.7582
Si  6.8079  6.8319  2.8053
Si  9.4255  9.5992  2.7069
Si  6.7578  12.2229  2.8524
Si  9.5275  14.8716  3.0033
Si  12.2903  1.4306  2.5687
Si  14.8588  4.2152  2.6837
Si  12.1926  6.8791  2.6338
Si  14.9146  9.6397  2.5506
Si  12.1929  12.301  2.6571
Si  14.9041  15.1418  2.5922
Si  17.6876  1.4035  2.7043
Si  20.5057  4.0992  2.5682
Si  17.7531  6.817  2.6022
Si  20.5564  9.4833  2.5292
Si  17.622  12.2307  2.6566
Si  20.3694  15.0118  2.7163
Si  23.1379  1.3113  2.9024
Si  25.9433  4.0128  2.8129
Si  23.1901  6.7215  2.5172
Si  25.8857  9.4353  2.6597
Si  23.1373  12.1249  2.7485
Si  25.8747  14.8959  2.795
Si  28.6428  1.3287  2.8149
Si  31.3276  4.0391  2.8195
Si  28.562  6.7832  2.7744
Si  31.3445  9.4738  2.7918
Si  28.5862  12.2584  2.6732
Si  31.1706  14.8721  2.6992
Si  32.5894  16.2438  4.0901
Si  2.7817  2.7125  4.148
Si  0.0273  5.4326  4.1303
Si  2.6519  8.0574  4.228
Si  -0.0078  10.8662  4.1727
Si  2.6779  13.6349  4.1487
Si  5.3853  0.0254  4.1283
Si  8.1121  2.7524  4.1275
Si  5.4428  5.4275  4.1187
Si  8.1535  8.214  4.1285
Si  5.4094  10.8511  4.2001
Si  8.1181  13.5312  4.2586
Si  10.968  0.0589  4.0669
Si  13.5771  2.7716  4.0296
Si  10.8605  5.498  4.0397
Si  13.5953  8.2347  3.9622
Si  10.8622  10.9147  4.0461
Si  13.585  13.698  3.9722
Si  16.2878  0.0689  4.0369
Si  19.1089  2.764  3.987
Si  16.3289  5.5188  3.9891
Si  19.126  8.1725  3.9407
Si  16.2757  10.8988  4.0142
Si  18.9985  13.6044  4.0175
Si  21.717  16.2905  4.1562
Si  24.545  2.6881  4.1613
Si  21.804  5.4587  3.9732
Si  24.4897  8.0879  3.9865
Si  21.7646  10.8003  4.0642
Si  24.4922  13.5213  4.0954
Si  27.2166  16.2991  4.1294
Si  29.9656  2.6929  4.1725
Si  27.2325  5.4262  4.1545
Si  29.9302  8.1464  4.1215
Si  27.2174  10.8523  4.0147
Si  29.8918  13.5534  4.134
Si  1.3277  14.9661  21.7601
Si  4.044  1.3254  21.7605
Si  1.3416  4.0163  21.7428
Si  4.0611  6.8112  21.7059
Si  1.3667  9.5114  21.7165
Si  4.0771  12.2369  21.7033
Si  6.7839  14.9343  21.72
Si  9.5369  1.3237  21.7063
Si  6.789  4.0713  21.6913
Si  9.5373  6.8023  21.7161
Si  6.784  9.533  21.7044
Si  9.5184  12.2606  21.7501
Si  12.2553  14.9724  21.7826
Si  15.0007  1.3652  21.8544
Si  12.2648  4.0684  21.7469
Si  15.0142  6.8397  21.7747
Si  12.2742  9.5428  21.7518
Si  14.9893  12.2729  21.8188
Si  17.7011  14.9911  21.8363
Si  20.4134  1.3801  21.8077
Si  17.7098  4.0871  21.814
Si  20.4297  6.8063  21.7884
Si  17.6855  9.5658  21.8212
Si  20.3663  12.2529  21.7949
Si  23.1103  14.9798  21.7781
Si  25.8494  1.3554  21.7672
Si  23.1242  4.0881  21.7963
Si  25.8441  6.7881  21.7389
Si  23.1177  9.4971  21.7274
Si  25.84  12.256  21.7241
Si  28.5781  14.9516  21.7662
Si  31.2627  1.3498  21.7725
Si  28.5696  4.0551  21.7749
Si  31.2483  6.748  21.674
Si  28.5274  9.5057  21.7092
Si  31.2841  12.241  21.7473
Si  2.6476  16.3231  23.1559
Si  5.4568  2.688  23.0501
Si  2.7085  5.417  23.0289
Si  5.413  8.1867  23.0598
Si  2.7296  10.8891  23.0692
Si  5.4294  13.5714  23.0809
Si  8.1528  16.2924  23.0514
Si  10.9005  2.6626  23.0602
Si  8.126  5.4559  23.0295
Si  10.9137  8.1565  23.0681
Si  8.1268  10.8937  23.0671
Si  10.8381  13.6534  23.1281
Si  13.6344  16.281  23.1875
Si  16.376  2.7443  23.2236
Si  13.6467  5.4492  23.0672
Si  16.3414  8.2059  23.1888
Si  13.6099  10.9046  23.1445
Si  16.3497  13.6311  23.2132
Si  19.0722  16.3567  23.1997
Si  21.7754  2.7309  23.1799
Si  19.1085  5.425  23.1593
Si  21.7629  8.1943  23.1434
Si  19.0115  10.9356  23.222
Si  21.7448  13.6083  23.1188
Si  24.4754  16.3452  23.1343
Si  27.2286  2.6801  23.1384
Si  24.4817  5.4779  23.1272
Si  27.2282  8.1117  23.0969
Si  24.514  10.8389  23.0342
Si  27.1799  13.62  23.1
Si  29.953  16.2818  23.1528
Si  -0.0223  2.6822  23.1586
Si  29.9486  5.4185  23.1199
Si  -0.0381  8.1114  22.9788
Si  29.869  10.887  23.0389
Si  -0.0102  13.6038  23.1394
Si  1.2619  1.3156  24.597
Si  4.1128  4.0807  24.3542
Si  1.2663  6.7295  24.3388
Si  4.0721  9.5454  24.4444
Si  1.377  12.2286  24.4416
Si  4.0538  14.9267  24.4175
Si  6.8361  1.336  24.4059
Si  9.4883  4.0478  24.305
Si  6.7706  6.8275  24.3978
Si  9.4969  9.5065  24.3589
Si  6.7663  12.2157  24.4801
Si  9.3976  14.9489  24.5079
Si  12.2041  1.2848  24.4836
Si  14.9513  4.1363  24.5016
Si  12.3108  6.8075  24.4073
Si  14.9677  9.5868  24.5626
Si  12.2085  12.2894  24.4412
Si  15.0057  14.9548  24.6188
Si  17.7769  1.4142  24.6254
Si  20.4548  4.0856  24.5823
Si  17.771  6.8163  24.4743
Si  20.3901  9.544  24.5243
Si  17.6954  12.3333  24.6458
Si  20.4567  14.9919  24.5429
Si  23.1593  1.396  24.5361
Si  25.8799  4.1082  24.4335
Si  23.1333  6.8601  24.5099
Si  25.8859  9.5072  24.4049
Si  23.1029  12.1455  24.3474
Si  25.805  14.9601  24.4756
Si  28.5833  1.287  24.5163
Si  31.2848  4.0684  24.525
Si  28.6204  6.7862  24.485
Si  31.2246  9.4587  24.2966
Si  28.5509  12.2632  24.4292
Si  31.3073  14.9438  24.5725
Si  -0.007  16.1826  26.1129
Si  2.7096  2.8094  25.7163
Si  0.0042  5.4301  25.8921
Si  2.6038  8.1432  25.5932
Si  32.5544  10.83  25.5963
Si  2.7768  13.5115  25.8357
Si  5.4594  16.3065  25.7125
Si  8.1764  2.7186  25.7411
Si  5.4335  5.4405  25.7447
Si  8.1621  8.1693  25.7421
Si  5.4458  10.8371  25.8827
Si  8.0458  13.5969  25.9234
Si  10.7282  16.3072  25.8583
Si  13.5659  2.6971  25.7777
Si  10.8921  5.3911  25.5817
Si  13.5605  8.1659  25.8677
Si  10.7521  10.9444  25.6909
Si  13.5698  13.5551  25.8981
Si  16.3882  16.3549  25.9753
Si  19.2174  2.7449  26.07
Si  16.3951  5.5045  25.8183
Si  19.0906  8.1467  25.9075
Si  16.3267  10.9747  26.0058
Si  19.1064  13.7012  26.0001
Si  21.8903  16.2995  25.9143
Si  24.4975  2.8315  25.8362
Si  21.7966  5.4801  25.9069
Si  24.5369  8.2554  25.8247
Si  21.7754  10.9166  25.8328
Si  24.443  13.4499  25.6786
Si  27.141  16.313  25.8906
Si  29.9719  2.6502  25.86
Si  27.2922  5.3973  25.8114
Si  29.9958  8.1496  25.8223
Si  27.2668  10.8072  25.7497
Si  29.8623  13.6218  25.8633
Si  1.8869  15.12  27.2773
Si  3.9423  1.2673  26.9065
Si  1.6915  4.3646  27.1503
Si  3.7766  6.6392  26.8803
Si  1.0429  9.2859  26.8938
Si  4.3311  12.4112  27.2284
Si  6.4213  14.7816  27.2008
Si  9.7066  1.6826  27.1815
Si  7.0947  4.3383  27.0102
Si  9.374  6.5406  26.8748
Si  7.0351  9.6618  27.1595
Si  9.1914  11.9421  27.1559
Si  12.153  14.9465  27.1134
Si  15.1729  1.6788  27.1362
Si  11.9605  3.8749  26.9786
Si  15.3492  7.1855  27.0645
Si  12.2197  9.7615  27.0038
Si  14.5531  11.9244  27.303
Si  18.0896  15.397  27.3209
Si  20.5064  1.1621  27.3959
Si  17.471  3.9  27.181
Si  20.6766  7.0233  27.2769
Si  17.5997  9.3995  27.1955
Si  20.737  12.5201  27.223
Si  23.0374  14.6045  27.0957
Si  25.9955  1.6396  27.1365
Si  23.5036  4.509  27.1757
Si  25.7799  6.6879  27.0159
Si  22.9027  9.3389  27.1509
Si  25.9675  12.2745  26.9885
Si  28.1446  14.6235  27.1729
Si  31.1815  1.262  27.3692
Si  28.3362  3.7311  27.1359
Si  31.5544  7.0517  27.2142
Si  28.9245  9.7995  27.0809
Si  31.1096  12.0146  26.9827
Si  30.0074  12.4723  35.6492
Si  0.3637  2.4015  32.5044
Si  23.5488  4.1934  30.2326
Si  13.6775  4.6419  33.5502
Si  4.4467  12.7618  31.9063
Si  6.4892  7.4638  33.7789
Si  6.3287  4.9347  29.7386
Si  19.5087  6.5536  30.2193
Si  1.5304  5.9541  31.1441
Si  12.1984  2.2129  30.9065
Si  17.9739  12.2665  31.2309
Si  9.9653  10.8352  36.3887
Si  8.0282  1.1107  36.3565
Si  17.0055  8.4313  33.6879
Si  15.0437  12.009  30.4457
Si  13.2222  3.0523  36.3475
Si  16.8994  7.1024  31.0281
Si  27.4904  15.2707  30.1468
Si  19.4589  9.492  34.7114
Si  23.9229  10.8988  32.0863
Si  17.6423  4.4544  30.3223
Si  13.9346  8.5022  36.6498
Si  12.5847  4.8964  29.7467
Si  20.7023  5.8652  35.5733
Si  31.3575  14.9342  31.4539
Si  25.4689  3.1779  34.1451
Si  27.6032  7.2298  32.0467
Si  8.2777  5.7421  31.7631
Si  0.2506  5.8469  36.691
Si  8.2838  0.1681  32.375
Si  29.2319  3.8178  30.0597
Si  6.67  3.5106  35.6693
Si  30.8935  9.6672  34.8192
Si  30.8247  11.0131  31.4627
Si  30.3363  8.2071  32.252
Si  27.5171  11.6779  34.4421
Si  2.219  13.4717  34.0739
Si  25.4072  12.9159  35.8547
Si  2.8152  13.7826  36.9884
Si  9.0157  2.5725  34.2082
Si  29.9475  2.7026  36.6987
Si  3.0683  14.8499  30.1485
Si  10.2277  6.7057  29.8217
Si  6.8304  15.3494  34.7837
Si  5.5179  10.3638  33.1809
Si  32.4612  12.4501  29.6781
Si  2.4133  10.9676  29.2402
Si  1.3553  15.8694  32.6292
Si  7.0397  12.8802  33.3076
Si  19.0011  3.4069  36.6008
Si  14.0031  7.8145  33.9203
Si  12.8315  13.9907  36.3406
Si  11.9432  9.0744  29.8321
Si  13.695  0.325  35.5337
Si  19.5633  10.584  29.4158
Si  22.3346  9.4389  29.9929
Si  9.8452  13.8227  32.3363
Si  27.1374  8.4413  29.2512
Si  24.6004  16.201  29.3044
Si  22.1157  1.4936  30.2182
Si  19.6992  0.3991  31.9518
Si  21.8681  16.178  36.5859
Si  21.4725  15.4504  33.8422
Si  2.4256  8.1269  36.7149
Si  16.1011  10.7661  36.5533
Si  23.1584  1.4223  34.5672
Si  17.9659  1.6462  34.3432
Si  3.2797  8.4688  30.9721
Si  23.1325  6.9333  31.6186
Si  26.4379  4.3649  31.4029
Si  25.9881  11.137  29.8617
Si  22.8145  12.6842  34.3914
Si  11.6533  12.1158  34.2216
Si  31.2906  6.1129  30.1876
Si  28.2509  9.2684  36.0277
Si  30.4452  1.6647  34.1012
Si  0.4053  11.0607  33.8344
Si  27.4265  15.2476  35.6059
Si  4.916  16.0065  36.8982
Si  3.916  3.9699  31.2363
Si  10.3171  13.8004  29.3106
Si  3.5782  1.3712  29.7211
Si  10.7727  3.9577  32.5601
Si  5.5457  7.8189  29.1119
Si  8.2262  16.2102  29.2679
Si  4.4605  5.0486  34.1019
Si  7.8965  8.4504  36.4973
Si  14.1808  0.8368  32.6864
Si  13.5318  0.3773  29.0282
Si  16.1077  2.9359  32.4044
Si  14.8068  14.8421  31.1299
Si  25.1596  8.2355  33.278
Si  13.1562  10.2629  32.1157
Si  20.677  7.472  33.0255
Si  16.5179  0.1304  36.5567
Si  23.0598  4.1544  35.5066
Si  17.7898  15.0196  30.3419
Si  29.7249  0.7838  29.8796
Si  17.4183  11.2402  33.8678
Si  0.7505  2.4491  29.4034
Si  25.4958  7.9668  36.3451
Si  21.3203  10.9294  36.3777
Si  27.7853  1.7318  35.0855
Si  1.3307  5.1029  33.9383
Si  14.3397  7.2429  29.8201
Si  28.1848  12.5316  31.4386
Si  2.9644  9.3414  33.8822
Si  30.0069  14.9701  34.0889
Si  1.3113  14.9504  5.5102
Si  4.0814  1.3603  5.5392
Si  1.3875  4.0666  5.4819
Si  4.0744  6.7361  5.523
Si  1.3391  9.5006  5.5305
Si  4.0462  12.2539  5.4952
Si  6.7629  14.982  5.4944
Si  9.5383  1.3846  5.4161
Si  6.7928  4.1009  5.5069
Si  9.5328  6.8414  5.4465
Si  6.7942  9.515  5.5293
Si  9.5406  12.2017  5.5208
Si  12.2825  15.006  5.4345
Si  14.9523  1.4265  5.4047
Si  12.217  4.1212  5.3961
Si  14.9714  6.8775  5.3483
Si  12.2393  9.5477  5.3828
Si  14.9361  12.2982  5.3526
Si  17.6399  14.9759  5.3782
Si  20.381  1.3956  5.4379
Si  17.6898  4.1123  5.3343
Si  20.4311  6.8054  5.3526
Si  17.708  9.5269  5.3156
Si  20.3851  12.2257  5.3658
Si  23.1201  14.9083  5.4389
Si  25.8695  1.3215  5.5093
Si  23.1334  4.1007  5.4042
Si  25.8305  6.792  5.4393
Si  23.1358  9.443  5.3966
Si  25.854  12.171  5.4351
Si  28.5553  14.9312  5.4863
Si  31.3027  1.3127  5.4967
Si  28.5791  4.0539  5.4987
Si  31.2841  6.7824  5.4795
Si  28.5631  9.5263  5.4391
Si  31.2513  12.2097  5.5051
Si  2.6869  16.3202  6.8567
Si  5.4571  2.7211  6.8694
Si  2.7213  5.3994  6.8841
Si  5.4308  8.1369  6.8544
Si  2.7125  10.8726  6.858
Si  5.4134  13.6135  6.8511
Si  8.1811  0.018  6.7994
Si  10.8778  2.7596  6.7843
Si  8.1755  5.4734  6.8211
Si  10.9087  8.1881  6.7899
Si  8.1746  10.8594  6.875
Si  10.9098  13.6292  6.7958
Si  13.6326  0.0405  6.7899
Si  16.3434  2.7655  6.7423
Si  13.618  5.4859  6.7219
Si  16.3458  8.1971  6.7238
Si  13.5982  10.9227  6.7365
Si  16.303  13.6176  6.7542
Si  19.0053  16.3334  6.7563
Si  21.7645  2.7438  6.7758
Si  19.0482  5.4583  6.7183
Si  21.7631  8.13  6.772
Si  19.0259  10.8806  6.7324
Si  21.7409  13.5606  6.771
Si  24.4667  16.2815  6.8111
Si  27.2127  2.6998  6.8516
Si  24.4718  5.4404  6.8017
Si  27.1895  8.1621  6.7914
Si  24.4763  10.8217  6.7768
Si  27.1823  13.5604  6.814
Si  29.9176  16.2909  6.8456
Si  0.0183  2.6987  6.834
Si  29.9317  5.423  6.8429
Si  32.6131  8.144  6.8661
Si  29.8895  10.8616  6.8506
Si  32.6167  13.5718  6.86
Si  1.3544  1.3581  8.2223
Si  4.0901  4.0589  8.2339
Si  1.3547  6.7875  8.2076
Si  4.0815  9.5139  8.2035
Si  1.3462  12.2223  8.2123
Si  4.0582  14.9633  8.2085
Si  6.834  1.3613  8.1928
Si  9.5337  4.103  8.169
Si  6.8128  6.8012  8.2035
Si  9.5512  9.5078  8.1968
Si  6.8025  12.251  8.1892
Si  9.5384  14.9745  8.1574
Si  12.2493  1.3921  8.1361
Si  14.9726  4.121  8.1007
Si  12.2718  6.8176  8.1306
Si  14.9774  9.5552  8.092
Si  12.2615  12.259  8.1464
Si  14.9757  14.9822  8.143
Si  17.669  1.3822  8.1249
Si  20.3897  4.1014  8.1194
Si  17.6879  6.8176  8.0933
Si  20.3916  9.5192  8.1047
Si  17.6738  12.2469  8.1051
Si  20.3833  14.9607  8.1084
Si  23.1078  1.3587  8.1385
Si  25.8269  4.0736  8.1667
Si  23.1089  6.7907  8.1613
Si  25.8311  9.5  8.1698
Si  23.1085  12.2029  8.1278
Si  25.8228  14.9262  8.1708
Si  28.5634  1.337  8.2016
Si  31.2887  4.059  8.1907
Si  28.5458  6.7954  8.1637
Si  31.2516  9.5049  8.2092
Si  28.5358  12.2259  8.1976
Si  31.2672  14.9395  8.212
Si  -0.0118  16.3081  9.5601
Si  2.7232  2.7054  9.5783
Si  -0.0041  5.4239  9.5563
Si  2.7179  8.1534  9.5558
Si  -0.0178  10.8629  9.559
Si  2.7101  13.5907  9.5604
Si  5.4528  16.3202  9.5401
Si  8.1868  2.7344  9.5396
Si  5.456  5.4376  9.562
Si  8.1825  8.1575  9.5523
Si  5.4504  10.8804  9.5476
Si  8.1792  13.6133  9.5263
Si  10.9015  16.3421  9.5084
Si  13.622  2.7523  9.4829
Si  10.9119  5.4607  9.5089
Si  13.6317  8.1875  9.4787
Si  10.9093  10.8965  9.5214
Si  13.6192  13.618  9.506
Si  16.3285  16.3414  9.5027
Si  19.0384  2.7337  9.4845
Si  16.3327  5.4653  9.4747
Si  19.0375  8.1658  9.4777
Si  16.3243  10.8956  9.483
Si  19.0316  13.6043  9.4786
Si  21.7396  16.3169  9.4869
Si  24.4629  2.7097  9.5142
Si  21.7424  5.4374  9.5097
Si  24.4655  8.1486  9.5243
Si  21.7439  10.8639  9.4942
Si  24.451  13.57  9.511
Si  27.1808  16.2955  9.532
Si  29.9195  2.707  9.5481
Si  27.1851  5.4359  9.524
Si  29.8915  8.1425  9.5508
Si  27.174  10.8637  9.5418
Si  29.8984  13.5829  9.5558
Si  1.3521  14.9506  10.9129
Si  4.0965  1.3482  10.9135
Si  1.3579  4.0732  10.9172
Si  4.0876  6.7988  10.9085
Si  1.3524  9.5085  10.9096
Si  4.084  12.2338  10.905
Si  6.8173  14.9624  10.8934
Si  9.5488  1.3706  10.8874
Si  6.8224  4.0788  10.9075
Si  9.5516  6.7987  10.893
Si  6.8186  9.5235  10.9001
Si  9.5421  12.2505  10.8805
Si  12.2586  14.9761  10.8679
Si  14.968  1.3838  10.8577
Si  12.2685  4.0967  10.867
Si  14.98  6.8215  10.8499
Si  12.2738  9.5301  10.8664
Si  14.9773  12.2527  10.8621
Si  17.6868  14.9696  10.8554
Si  20.3904  1.3652  10.8524
Si  17.6811  4.0964  10.8475
Si  20.3868  6.8088  10.86
Si  17.6815  9.5286  10.8458
Si  20.389  12.2419  10.8486
Si  23.0955  14.9532  10.8563
Si  25.8197  1.3487  10.877
Si  23.1017  4.0741  10.8701
Si  25.8237  6.7912  10.8861
Si  23.1008  9.5152  10.8725
Si  25.8107  12.228  10.889
Si  28.5364  14.9463  10.9025
Si  31.2695  1.3497  10.9116
Si  28.5448  4.0736  10.885
Si  31.264  6.7854  10.9007
Si  28.5353  9.5084  10.9024
Si  31.2624  12.2263  10.9092
Si  2.7242  16.3097  12.2592
Si  5.4576  2.7169  12.2598
Si  2.7242  5.4371  12.2622
Si  5.4553  8.1607  12.256
Si  2.72  10.872  12.2571
Si  5.454  13.5987  12.2495
Si  8.183  16.3274  12.2439
Si  10.9131  2.7339  12.2381
Si  8.19  5.4398  12.255
Si  10.9149  8.1701  12.2356
Si  8.1849  10.8881  12.2453
Si  10.9042  13.6126  12.2349
Si  13.6179  16.3378  12.227
Si  16.3312  2.7368  12.2218
Si  13.6272  5.4592  12.2246
Si  16.3332  8.1728  12.2237
Si  13.6259  10.8905  12.2312
Si  16.3324  13.6128  12.2252
Si  19.0402  16.3277  12.2242
Si  21.7446  2.7163  12.2293
Si  19.0345  5.4478  12.2247
Si  21.743  8.1595  12.2325
Si  19.0344  10.8862  12.2179
Si  21.7411  13.599  12.2245
Si  24.4545  16.309  12.2284
Si  27.1798  2.7106  12.2361
Si  24.4592  5.4321  12.2365
Si  27.1743  8.1505  12.2546
Si  24.4525  10.8724  12.2457
Si  27.1714  13.5871  12.2511
Si  29.8993  16.3091  12.2549
Si  -0.0075  2.7105  12.2636
Si  29.9012  5.4278  12.2524
Si  -0.0133  8.1471  12.2572
Si  29.8978  10.8674  12.259
Si  -0.0136  13.5886  12.2598
Si  1.3589  1.35  13.6104
Si  4.089  4.0743  13.6102
Si  1.3545  6.793  13.6127
Si  4.0867  9.5151  13.6102
Si  1.3545  12.2303  13.6093
Si  4.0899  14.9534  13.6088
Si  6.823  1.3595  13.6108
Si  9.5523  4.0824  13.6101
Si  6.8216  6.7988  13.6066
Si  9.5502  9.5252  13.5963
Si  6.8191  12.242  13.6038
Si  9.5443  14.9665  13.6003
Si  12.2657  1.371  13.601
Si  14.98  4.0953  13.5926
Si  12.2708  6.8102  13.5992
Si  14.9805  9.5301  13.5968
Si  12.2653  12.2496  13.5922
Si  14.9775  14.9758  13.5888
Si  17.6865  1.3726  13.5878
Si  20.3916  4.0848  13.5899
Si  17.6841  6.8098  13.5933
Si  20.3882  9.5279  13.5899
Si  17.6847  12.2485  13.5901
Si  20.3921  14.9644  13.5926
Si  23.1012  1.3537  13.5914
Si  25.8198  4.0712  13.5946
Si  23.1015  6.7979  13.5938
Si  25.8139  9.5151  13.6075
Si  23.0968  12.2436  13.5979
Si  25.8125  14.9563  13.5994
Si  28.5369  1.3538  13.6019
Si  31.264  4.071  13.6099
Si  28.5409  6.7905  13.606
Si  31.2646  9.5093  13.6104
Si  28.535  12.2307  13.61
Si  31.2615  14.9489  13.6082
Si  -0.0108  16.3079  14.9561
Si  2.7218  2.7127  14.9605
Si  -0.0117  5.4311  14.9625
Si  2.72  8.1549  14.9633
Si  -0.0108  10.8709  14.9622
Si  2.7202  13.5936  14.9565
Si  5.4528  16.3183  14.96
Si  8.1872  2.7204  14.9658
Si  5.4555  5.4349  14.9595
Si  8.1886  8.1621  14.9549
Si  5.4535  10.8795  14.9564
Si  8.1819  13.6045  14.9577
Si  10.9052  16.3269  14.9605
Si  13.6284  2.7307  14.96
Si  10.9135  5.4482  14.9639
Si  13.6283  8.1677  14.9652
Si  10.9103  10.8853  14.9549
Si  13.6229  13.6124  14.9528
Si  16.3347  16.3332  14.9563
Si  19.0404  2.7284  14.9609
Si  16.3346  5.4503  14.9647
Si  19.0388  8.1691  14.9598
Si  16.3328  10.8925  14.9624
Si  19.0366  13.6074  14.9602
Si  21.7474  16.3213  14.9625
Si  24.4615  2.7114  14.9535
Si  21.7488  5.4403  14.9586
Si  24.4532  8.1563  14.9621
Si  21.7395  10.886  14.9601
Si  24.4559  13.6015  14.9634
Si  27.1758  16.3145  14.9581
Si  29.9003  2.7092  14.9595
Si  27.1794  5.4281  14.9564
Si  29.9024  8.1492  14.9633
Si  27.1751  10.8733  14.9681
Si  29.8989  13.5919  14.9638
Si  1.3525  14.9503  16.3089
Si  4.0838  1.3539  16.3145
Si  1.3515  4.0673  16.3109
Si  4.0851  6.7898  16.3105
Si  1.3512  9.5112  16.3169
Si  4.0843  12.2368  16.3078
Si  6.8154  14.9603  16.3147
Si  9.5454  1.3604  16.3261
Si  6.816  4.0759  16.318
Si  9.5478  6.806  16.3204
Si  6.8206  9.5193  16.3061
Si  9.5478  12.2437  16.3102
Si  12.2693  14.9693  16.3202
Si  14.9865  1.3724  16.3272
Si  12.2742  4.0889  16.3253
Si  14.9843  6.8095  16.3354
Si  12.2678  9.529  16.3234
Si  14.9766  12.2573  16.3245
Si  17.6842  14.9714  16.3265
Si  20.3942  1.3657  16.3278
Si  17.6917  4.0908  16.332
Si  20.3971  6.8067  16.322
Si  17.6883  9.5325  16.3281
Si  20.3896  12.2487  16.3293
Si  23.1051  14.9657  16.3304
Si  25.8206  1.3561  16.3189
Si  23.1068  4.0735  16.316
Si  25.8185  6.7911  16.3097
Si  23.0952  9.5226  16.3205
Si  25.8167  12.2414  16.3225
Si  28.538  14.9557  16.3166
Si  31.2645  1.345  16.3081
Si  28.5393  4.0679  16.3156
Si  31.265  6.7893  16.3177
Si  28.5433  9.5119  16.3184
Si  31.2675  12.2344  16.3151
Si  2.7132  16.3105  17.6615
Si  5.4456  2.7137  17.67
Si  2.7158  5.4271  17.6607
Si  5.4526  8.1558  17.653
Si  2.7125  10.8837  17.6592
Si  5.4435  13.5996  17.6623
Si  8.1736  16.3191  17.677
Si  10.9176  2.7196  17.6784
Si  8.1801  5.4399  17.6686
Si  10.9092  8.1663  17.6833
Si  8.183  10.8815  17.6609
Si  10.9094  13.6011  17.6718
Si  13.6333  16.3247  17.6865
Si  16.342  2.7289  17.7009
Si  13.6326  5.4421  17.6981
Si  16.3417  8.1731  17.6999
Si  13.6232  10.8937  17.6872
Si  16.3268  13.6181  17.6973
Si  19.0379  16.3294  17.6969
Si  21.7536  2.7242  17.6921
Si  19.05  5.4523  17.6967
Si  21.7474  8.1638  17.693
Si  19.037  10.8924  17.7007
Si  21.7425  13.6119  17.6937
Si  24.4681  16.3252  17.6909
Si  27.184  2.7094  17.6799
Si  24.473  5.4258  17.6742
Si  27.1764  8.1496  17.6657
Si  24.4484  10.8877  17.678
Si  27.1835  13.5976  17.68
Si  29.9032  16.3136  17.6716
Si  -0.0097  2.6986  17.6599
Si  29.9044  5.4231  17.6685
Si  -0.0111  8.1472  17.6722
Si  29.9109  10.8718  17.6705
Si  -0.0124  13.599  17.6692
Si  1.348  1.3405  19.021
Si  4.069  4.0663  19.0201
Si  1.3493  6.7765  19.0191
Si  4.0793  9.5163  18.9929
Si  1.3532  12.2439  19.022
Si  4.0685  14.9507  19.0178
Si  6.7945  1.3478  19.0325
Si  9.5421  4.0736  19.0204
Si  6.8113  6.8011  19.0169
Si  9.5443  9.5345  19.0307
Si  6.8121  12.2398  19.0062
Si  9.5457  14.9574  19.0225
Si  12.2871  1.3699  19.0452
Si  14.9966  4.0898  19.0729
Si  12.2707  6.8066  19.0478
Si  14.9871  9.5448  19.0548
Si  12.2667  12.2537  19.0505
Si  14.9798  14.9768  19.0768
Si  17.6901  1.3663  19.0748
Si  20.4016  4.0862  19.061
Si  17.7067  6.8206  19.068
Si  20.392  9.5268  19.0633
Si  17.6811  12.2617  19.0631
Si  20.3918  14.974  19.0662
Si  23.1151  1.3692  19.0575
Si  25.8304  4.0689  19.0439
Si  23.1163  6.7857  19.0299
Si  25.8152  9.5191  19.0139
Si  23.0976  12.2503  19.0522
Si  25.8349  14.9647  19.0448
Si  28.5485  1.3516  19.0365
Si  31.2651  4.0482  19.0137
Si  28.5335  6.7801  19.0163
Si  31.2727  9.5133  19.0283
Si  28.5558  12.2359  19.0266
Si  31.2669  14.9595  19.0283
Si  -0.0206  16.3204  20.3933
Si  2.713  2.6891  20.3762
Si  -0.0038  5.3865  20.3645
Si  2.7139  8.1613  20.3439
Si  -0.0008  10.8825  20.38
Si  2.6989  13.6113  20.3876
Si  5.4162  16.3037  20.3861
Si  8.1747  2.708  20.367
Si  5.4278  5.4426  20.3567
Si  8.1717  8.171  20.3703
Si  5.4326  10.8817  20.3419
Si  8.169  13.5998  20.3666
Si  10.9215  16.3107  20.3724
Si  13.654  2.7089  20.433
Si  10.9025  5.4281  20.3826
Si  13.6353  8.1756  20.4045
Si  10.8973  10.8984  20.4025
Si  13.6201  13.607  20.4332
Si  16.3372  16.3339  20.4572
Si  19.0515  2.7281  20.4355
Si  16.364  5.4558  20.4332
Si  19.0455  8.1825  20.4563
Si  16.332  10.9077  20.4376
Si  19.0268  13.624  20.4357
Si  21.753  16.3389  20.4231
Si  24.4782  2.7239  20.4236
Si  21.771  5.4413  20.4163
Si  24.4799  8.1436  20.3751
Si  21.7404  10.8941  20.4229
Si  24.4607  13.6194  20.3994
Si  27.2063  16.3133  20.409
Si  29.913  2.7036  20.3968
Si  27.2034  5.4136  20.4019
Si  29.8921  8.1436  20.3561
Si  27.1773  10.8772  20.3623
Si  29.9191  13.5943  20.388
O  2.8745  0.0761  27.2049
O  27.7625  14.0784  31.2011
O  12.9843  15.2281  35.2934
O  31.198  7.3773  31.1854
O  28.6569  1.7629  36.4514
O  7.05  15.9819  33.306
O  2.7648  5.5367  27.5397
O  2.6098  8.4112  35.1463
O  3.7071  11.6776  28.5569
O  10.0566  7.0426  28.2592
O  14.1222  15.5865  32.3754
O  11.0313  5.3053  30.0271
O  8.3398  1.5115  37.8701
O  21.8765  13.6072  27.6964
O  12.2624  4.545  32.7514
O  11.3813  9.5671  28.4058
O  12.2546  1.0236  29.804
O  14.0445  13.6171  37.3542
O  12.7372  1.5051  36.0995
O  6.9089  15.6731  28.4883
O  12.6986  4.7675  28.1372
O  21.3756  1.5811  28.7408
O  24.0105  15.0768  28.3094
O  16.4061  8.3405  27.5652
O  23.174  9.9044  28.671
O  29.7686  12.2298  31.3526
O  18.9821  13.7205  38.3373
O  29.0457  4.2386  28.5046
O  26.4429  7.2975  28.3648
O  17.1737  3.1962  31.2009
O  32.0009  13.7149  30.5923
O  26.725  0.3222  38.2865
O  1.9473  9.4651  37.4752
O  22.8689  2.8258  30.7711
O  25.9615  11.981  34.6746
O  32.0217  12.7387  28.1436
O  6.4866  9.0068  28.5543
O  12.0865  3.8666  37.1382
O  20.3159  15.4378  32.729
O  8.9188  9.6424  36.1397
O  20.9699  0.7671  37.5238
O  25.1748  4.3412  30.362
O  0.1942  5.6538  30.2944
O  4.1441  1.0757  37.1856
O  16.3186  2.7898  27.3229
O  18.9622  8.249  38.2035
O  6.1857  15.9377  37.9004
O  15.559  8.1009  34.2885
O  27.035  13.4543  27.2212
O  14.9176  4.0008  32.711
O  20.9354  15.6737  35.3614
O  18.6981  16.2737  30.7708
O  24.7285  9.0419  37.3181
O  4.8059  8.1946  30.4921
O  30.5986  12.3211  37.1486
O  24.6498  5.6228  27.4826
O  15.9217  11.8994  37.6673
O  23.0523  4.1505  28.6901
O  4.7956  4.6924  30.1147
O  2.9651  13.3237  35.4769
O  24.5286  9.6602  32.9122
O  4.8658  11.1581  31.8719
O  27.1195  8.1255  36.2326
O  8.7172  7.3175  37.3149
O  25.1887  1.1409  28.4682
O  14.4813  2.861  37.3711
O  22.6006  10.4373  37.2091
O  27.7804  12.0463  32.9134
O  1.3161  7.0054  36.9925
O  32.4299  10.184  35.0985
O  2.1228  14.6041  28.8326
O  13.4804  6.038  30.4607
O  2.4542  4.6248  31.094
O  1.4149  14.5069  37.3412
O  31.479  6.3967  37.2772
O  27.2855  5.3774  38.209
O  12.8962  8.5898  37.8731
O  20.5275  11.977  37.294
O  2.8766  5.1528  34.4897
O  3.306  8.454  32.582
O  1.1705  6.1644  32.718
O  11.6577  14.2541  28.5207
O  20.6694  6.7726  36.9124
O  0.9235  3.6314  33.3884
O  3.9004  2.3726  30.9541
O  18.1623  8.4918  34.8293
O  28.8314  1.7737  33.8175
O  20.1633  11.8375  28.5828
O  10.7767  2.8368  31.3592
O  1.4037  12.1067  29.8229
O  0.8526  12.5919  34.1315
O  28.2685  10.0711  37.4419
O  18.1406  7.4339  30.0387
O  10.5619  0.208  38.3665
O  4.3443  1.8776  28.3799
O  2.2907  7.2527  30.5398
O  25.2882  6.5937  37.1741
O  24.8818  7.9339  34.8508
O  5.1496  10.944  38.3334
O  29.9206  0.6552  28.2488
O  0.041  8.1857  27.5719
O  2.5293  2.8269  38.2055
O  4.2877  10.2193  34.2417
O  14.4548  10.7677  31.2883
O  3.9507  13.5407  30.5645
O  1.2634  3.7457  28.5902
O  19.6486  2.8813  37.9839
O  22.224  5.4823  35.1971
O  30.6487  0.0922  34.5035
O  30.1755  14.6079  32.5158
O  1.6686  10.1502  28.0913
O  3.0256  12.4681  37.8718
O  14.8586  7.258  37.0902
O  25.8834  15.5463  30.0726
O  19.0374  11.1076  30.8571
O  5.8252  13.4649  32.3926
O  18.8891  2.2438  35.511
O  27.7465  10.1214  34.7628
O  18.8807  1.204  33.0922
O  12.6437  11.2543  33.2792
O  18.8988  10.9834  34.4538
O  15.5189  7.8649  30.7407
O  0.2849  2.7459  30.9201
O  7.0599  13.7547  34.6693
O  6.425  6.4767  29.2468
O  14.4896  13.2848  31.2626
O  10.5249  11.1927  34.9194
O  5.2948  5.6459  38.2464
O  32.4941  16.3669  38.3195
O  30.2484  4.9474  30.6458
O  16.9337  2.7587  33.7854
O  17.2834  15.1757  37.1548
O  28.3004  15.1239  36.9924
O  20.4196  9.6235  36.0032
O  20.2765  6.5505  28.7999
O  -0.0665  10.9464  38.225
O  16.944  9.9205  33.0391
O  29.36  4.033  37.3926
O  17.459  14.9545  28.76
O  3.7822  7.5562  37.3778
O  14.6929  12.262  28.8881
O  19.2796  0.1286  27.7603
O  1.9639  1.3831  29.4876
O  1.3963  1.1606  32.7716
O  30.9752  6.5241  28.6477
O  6.6807  3.9148  28.533
O  32.4609  15.4958  32.4552
O  30.6638  13.7987  35.0027
O  11.156  10.4087  37.3928
O  6.7409  9.0719  37.4345
O  7.8398  3.6755  34.5355
O  17.7353  4.3013  28.7283
O  9.5116  15.4112  32.5069
O  22.9161  5.4363  31.0598
O  16.5313  1.2646  37.7283
O  24.9903  11.5241  31.0548
O  14.924  16.2132  36.4792
O  8.1225  10.7933  27.6058
O  10.5147  13.5254  30.8857
O  9.7891  12.4681  28.5764
O  21.8666  8.1148  27.4568
O  7.0623  4.1728  37.1026
O  16.1758  5.5845  38.4099
O  30.7114  2.7811  35.2695
O  2.1089  15.2672  31.3573
O  3.223  12.9224  32.9458
O  32.17  1.8863  28.5123
O  13.445  10.7528  27.3721
O  20.7384  9.5025  29.6826
O  26.7391  8.2234  32.9722
O  11.0707  7.8995  30.471
O  6.6524  1.8958  35.9316
O  29.8147  8.1635  38.361
O  22.458  0.3982  33.5284
O  13.4817  8.7823  32.7259
O  28.283  0.3321  30.4866
O  13.5882  3.8831  34.9974
O  10.9261  13.3144  33.4197
O  8.9173  1.1574  28.5198
O  26.8071  3.002  35.0221
O  10.852  2.8011  27.6083
O  30.2439  11.169  34.6966
O  0.2932  5.5198  35.113
O  25.8993  3.5123  32.6476
O  5.3597  15.7359  35.3645
O  17.1321  0.47  35.1004
O  6.713  11.3382  33.6919
O  1.9176  15.0587  33.906
O  7.2139  7.8074  35.1882
O  7.5177  6.6245  32.8628
O  12.8367  1.5991  32.2533
O  26.0305  9.5266  29.6974
O  12.5299  12.7048  35.442
O  18.3573  9.9416  28.5416
O  5.179  6.5137  34.0306
O  30.9993  2.0182  37.6573
O  4.0301  16.1513  29.9628
O  7.8779  0.2593  30.8048
O  8.4495  13.0033  32.521
O  14.7461  9.8917  36.4962
O  27.7813  7.7466  30.5342
O  23.0355  4.0081  37.1197
O  14.369  1.002  34.2534
O  28.415  14.9382  34.3632
O  24.7581  2.4413  38.2109
O  31.4751  2.0338  32.9243
O  30.0135  10.9312  27.5651
O  28.2703  14.8692  28.775
O  0.6464  4.5026  37.4917
O  9.3  12.119  37.123
O  8.826  6.6959  30.5845
O  28.3222  9.1636  28.4437
O  23.1468  0.6656  36.0028
O  23.3216  0.3799  30.1807
O  25.4898  11.7771  28.4641
O  8.284  5.4143  27.2954
O  16.3941  15.084  31.1375
O  22.1911  14.0333  33.8006
O  10.5903  5.6738  38.1659
O  14.9017  6.5493  28.4824
O  25.8249  12.1701  37.2337
O  16.6419  11.9098  30.4108
O  4.5424  4.2711  32.686
O  24.3733  13.7465  38.5216
O  5.2671  4.1256  35.1702
O  31.1272  8.6329  33.591
O  17.3802  7.3586  32.5476
O  14.148  15.4389  29.7946
O  26.938  5.7756  32.0033
O  26.0914  14.3708  35.7411
O  24.6425  1.784  34.0771
O  9.5676  5.0079  32.3811
O  27.1748  2.6726  27.6193
O  17.3379  9.8824  37.0975
O  8.6452  1.6427  32.9288
O  16.4051  11.4482  35.1134
O  9.2694  1.6923  35.5184
O  19.1147  5.0386  30.6862
O  13.1751  8.1898  35.2625
O  1.7399  10.2723  33.4221
O  14.6851  1.4509  28.6921
O  23.5171  12.0288  33.1211
O  7.2701  4.696  31.0359
O  20.1055  6.5488  34.2314
O  20.9158  1.2067  31.2648
O  30.8717  16.131  30.4838
O  16.5422  5.5553  30.765
O  27.4577  11.6696  30.2735
O  20.2402  7.1517  31.5122
O  19.8785  4.5407  35.9032
O  13.0997  16.201  27.5675
O  31.9505  11.1454  32.6348
O  17.5511  12.4239  32.7946
O  7.8773  13.8871  38.2943
O  24.6121  7.1246  32.2244
O  6.1343  8.8679  33.0237
O  4.3554  7.59  28.0541
O  22.384  2.8419  34.8007
O  11.6544  14.4718  37.3241
O  24.5459  4.2967  34.8686
O  23.828  13.0494  35.5967
O  20.2972  8.9911  33.4176
O  22.6372  10.4286  31.2264
O  11.9944  10.197  30.9839
O  7.9102  15.8998  35.8615
O  31.6836  11.0936  30.1017
O  22.8124  7.9469  30.3969
O  9.2614  14.9924  29.1764
O  17.5911  4.0014  37.1038
O  13.4224  8.515  29.4862
O  26.8938  0.4099  35.2398
O  28.3796  12.5401  35.5448
O  22.2669  7.2871  32.9365
O  3.9825  14.8011  37.3875
O  21.7319  11.6579  35.002
O  27.7654  3.7482  30.7294
O  13.0352  3.4603  30.3176
O  29.9717  9.6444  31.5787
O  29.083  7.2893  32.6806
O  18.5818  13.6757  30.752
O  15.4348  1.5282  31.9534
O  5.3497  13.6288  27.7099
O  29.896  2.3528  30.2412
O  2.7918  9.8948  30.3836
O  10.4414  3.251  33.962
O  13.9036  6.2386  33.6441
O  29.8182  8.8676  35.7464
O  22.4387  14.9767  37.4623

Results
total energy: -218728.397 eV
total energy less fixed offsets of O -438.35, Si -107.03 eV per atom: -9.677 eV

Forces (eV/angstrom), in the order of the atoms: element, x, y, z
Si  0.2427  -0.1406  0.7215
Si  0.231  -0.2089  0.76
Si  -0.0316  0.1655  0.7848
Si  -0.2802  0.0435  0.7117
Si  0.0239  -0.2173  0.7003
Si  0.075  0.1751  0.6599
Si  -0.1062  -0.0496  0.6999
Si  0.0894  0.2364  0.7189
Si  0.142  -0.3396  0.6763
Si  -0.1286  0.211  0.739
Si  0.2624  -0.0294  0.7207
Si  0.2696  -0.2092  0.7527
Si  0.3953  -0.083  0.7849
Si  -0.245  -0.2841  0.5756
Si  0.2479  -0.1806  0.7336
Si  -0.433  0.3226  0.657
Si  -0.1093  0.197  0.7661
Si  -0.2437  -0.076  0.7211
Si  -0.2294  0.3248  0.7111
Si  0.0217  -0.21  0.7569
Si  0.4269  -0.2507  0.6313
Si  0.2879  -0.2967  0.667
Si  -0.2923  0.2684  0.7083
Si  0.2288  -0.2185  0.7
Si  -0.1678  0.3566  0.6836
Si  0.0034  0.0208  0.4802
Si  -0.1395  0.1496  0.7076
Si  -0.1313  0.2851  0.783
Si  -0.1473  -0.222  0.769
Si  0.354  -0.1908  0.6436
Si  0.2825  -0.193  0.6953
Si  -0.1917  0.0031  0.8568
Si  0.0688  -0.3408  0.7044
Si  0.2781  -0.1447  0.6685
Si  -0.2294  0.127  0.6943
Si  -0.144  0.3191  0.7033
Si  0.0146  -0.0114  -0.0505
Si  0.0227  0.016  -0.0633
Si  0.0055  -0.0029  -0.0602
Si  0.0055  0.0084  -0.036
Si  -0.0238  -0.0042  -0.0115
Si  -0.051  -0.0065  -0.0532
Si  -0.0159  -0.03  -0.018
Si  0.0073  0.0105  -0.027
Si  0.0148  0.0183  -0.053
Si  0.0141  -0.0271  -0.0544
Si  0.0093  0.0089  -0.0428
Si  -0.0254  -0.0055  -0.0386
Si  -0.0083  -0.021  -0.0546
Si  0.0578  0.0085  -0.0079
Si  0.0098  -0.011  -0.0209
Si  0.0043  0.0148  -0.0008
Si  0.0282  0.0261  -0.0641
Si  0.0308  -0.0108  -0.0273
Si  0.0018  -0.0066  -0.0396
Si  -0.0056  0.0474  -0.0744
Si  0.0149  0.0053  0.0013
Si  0.0085  0.0278  -0.0557
Si  -0.0032  -0.0252  -0.0022
Si  -0.0526  -0.006  -0.0115
Si  -0.0208  -0.0157  -0.0137
Si  0.0044  0.043  -0.0353
Si  -0.0265  -0.0055  -0.0753
Si  -0.0003  -0.0508  -0.0678
Si  -0.019  -0.0227  -0.0552
Si  0.0019  0.0289  -0.0867
Si  0.0133  -0.0314  -0.0438
Si  0.0106  -0.0237  -0.0766
Si  0.0091  0.0041  -0.0227
Si  0.0092  -0.0085  -0.0246
Si  0.0058  0.0114  -0.0501
Si  0.01  -0.0404  -0.0262
Si  0.0051  -0.0028  0.0471
Si  0.0097  -0.0253  0.0281
Si  0.0171  0.0021  0.0052
Si  0.0161  -0.0042  0.0175
Si  -0.0285  0.023  0.0102
Si  -0.0182  0.0151  0.0284
Si  -0.0436  0.0402  0.0248
Si  -0.0071  -0.0157  0.047
Si  0.0113  -0.0112  0.0204
Si  0.0034  0.0154  0.0138
Si  0.0287  -0.0318  0.0279
Si  0.0193  -0.0353  0.0423
Si  -0.0023  -0.0223  0.0007
Si  -0.0467  -0.0155  0.0045
Si  -0.006  -0.0054  0.0406
Si  -0.0198  0.004  0.0126
Si  0.0286  -0.0119  0.012
Si  -0.0425  0.019  0.0058
Si  0.0127  -0.0199  0.0233
Si  -0.0104  -0.0109  0.0365
Si  0.0002  0.015  0.011
Si  0.0225  -0.0174  -0.0206
Si  0.0137  0.0103  0.0227
Si  -0.0032  0.01  0.0385
Si  -0.013  -0.0327  0.0165
Si  0.0339  0.0033  0.0276
Si  -0.0037  0.0084  -0.0071
Si  0.0262  0.0085  0.0301
Si  0.0028  -0.0029  0.0358
Si  0.0041  -0.0034  0.0415
Si  0.01  -0.0066  0.0257
Si  -0.0041  -0.0003  0.0129
Si  -0.0069  -0.0069  0.0422
Si  -0.0141  -0.0044  0.0247
Si  -0.0314  0.0056  0.0137
Si  0.0035  0.0239  0.0215
Si  -0.0176  -0.002  -0.018
Si  0.0122  0.0147  -0.0209
Si  0.0097  0.0183  -0.0028
Si  -0.011  -0.0216  0.0182
Si  0.0221  -0.0219  -0.0174
Si  -0.0094  -0.0018  0.007
Si  0.0121  -0.0079  -0.0031
Si  0.0003  0.0061  0.0042
Si  -0.0232  -0.0089  -0.0185
Si  -0.0059  -0.0047  0.0029
Si  -0.0058  0.0267  -0.0241
Si  -0.0212  -0.0098  0.0086
Si  0.0045  0.0198  -0.0297
Si  0.0071  -0.0084  -0.0007
Si  0.0012  0.0308  -0.0185
Si  0.0123  0.0089  -0.0132
Si  -0.0064  0.0192  -0.0253
Si  0.0227  -0.0123  -0.0211
Si  0.0072  -0.0203  0.0091
Si  0.0094  0.0143  -0.0072
Si  0.0186  -0.0047  0.0166
Si  0.026  0.0098  -0.0118
Si  0.0013  -0.0164  0.0218
Si  -0.0127  0.0084  -0.0103
Si  -0.0028  -0.0019  0.0199
Si  0.0023  0.0061  0.0089
Si  0.0235  -0.016  0.0159
Si  -0.0175  -0.0169  -0.0187
Si  -0.0186  -0.0274  0.0351
Si  0.0007  0.01  0.0053
Si  0.0001  -0.0121  -0.0196
Si  -0.027  -0.0107  0.014
Si  -0.0015  0.0057  -0.0077
Si  -0.003  0.0039  -0.0034
Si  0.0017  0.0029  -0.0109
Si  0.0002  0.007  0.0126
Si  0.004  0.0009  -0.0027
Si  -0.0157  -0.0174  0.0021
Si  -0.0017  -0.0028  0.009
Si  -0.0034  -0.0015  -0.0055
Si  0.0036  -0.0051  -0.0029
Si  0.0028  -0.0066  0.0041
Si  -0.0092  -0.0025  -0.0181
Si  0.0027  0.011  -0.0099
Si  0.0095  0.0037  -0.0139
Si  -0.0098  -0.0005  -0.0077
Si  -0.0077  -0.0067  -0.0064
Si  0.001  -0.0029  -0.0043
Si  0.0003  -0.0005  0.0062
Si  0.0088  0.0197  0.0035
Si  0.0063  -0.0037  -0.0048
Si  0.0096  0.0172  -0.0164
Si  0.0101  0.0014  -0.0133
Si  0.0077  0.0031  -0.0146
Si  -0.0027  0.0026  0.0029
Si  -0.0033  -0.0071  -0.0079
Si  -0.0096  -0.0016  -0.0171
Si  -0.0089  0  -0.0101
Si  0.0032  0.0081  -0.0043
Si  0.0065  -0.0161  -0.0074
Si  0.0066  0.0009  -0.0114
Si  0.016  -0.0114  0.002
Si  -0.0027  0.0023  -0.003
Si  -0.0073  0.0123  -0.0164
Si  0.0083  -0.0111  -0.009
Si  0.0109  0.0062  -0.0121
Si  0.0049  0.0037  -0.0119
Si  -0.0049  0.0048  -0.0013
Si  -0.0159  0.0188  -0.0046
Si  -0.0173  0.0013  -0.0139
Si  -0.0142  0.0031  -0.0032
Si  0.016  0.009  -0.0032
Si  -0.0045  0.0006  0.0129
Si  0.0022  0.0178  0.0084
Si  0.0017  0.0275  0.0088
Si  0.0265  0.0101  -0.0009
Si  -0.0007  -0.0083  -0.0141
Si  0.0158  0.0066  0.001
Si  0.0048  -0.0026  -0.0221
Si  0.0031  -0.0243  0.0094
Si  0.0064  0.005  0.0017
Si  -0.0005  -0.01  0.0036
Si  -0.0039  0.029  0.0063
Si  -0.0005  0.0166  -0.007
Si  0.0119  0.0021  -0.0156
Si  0.0127  -0.0073  0.0133
Si  0.0018  -0.005  -0.028
Si  -0.0343  -0.0116  0.0118
Si  0.0178  -0.0284  0.0027
Si  -0.0199  0.0064  -0.0269
Si  0.0004  -0.0074  0.0168
Si  0.0066  -0.0013  -0.0109
Si  0.0066  0.0078  -0.0214
Si  0.013  0.0013  0.0105
Si  -0.0157  -0.0005  -0.0108
Si  -0.0171  0.0202  0.004
Si  -0.0117  -0.0148  -0.0057
Si  0.0139  0.0087  0.0163
Si  0.001  -0.0039  0.0133
Si  0.0163  -0.0031  0.0021
Si  0.0005  0.0109  0.0096
Si  0.0012  0.0009  0.0001
Si  -0.0116  -0.0138  -0.0049
Si  0.0101  -0.0063  0.0123
Si  0.0305  0.0103  -0.0047
Si  0.0088  0.0027  -0.0094
Si  -0.0065  -0.0155  0.0029
Si  -0.0212  -0.006  -0.0173
Si  -0.0344  -0.0227  -0.0225
Si  -0.0126  0.0071  -0.0076
Si  -0.035  -0.0267  -0.0333
Si  0.021  0.0003  -0.0086
Si  0.0104  -0.002  -0.0178
Si  0.0119  -0.0243  -0.0241
Si  -0.0014  0.0123  -0.0128
Si  -0.0127  -0.0016  -0.0558
Si  -0.008  0.0052  -0.0402
Si  -0.0051  -0.0117  -0.0309
Si  -0.0204  0.0202  -0.031
Si  0.0151  -0.0448  -0.001
Si  -0.0453  0.0126  -0.0196
Si  0.0227  0.0065  -0.0103
Si  0.0046  0.02  -0.0142
Si  -0.0051  0.0142  -0.0215
Si  0.0178  0.0127  -0.0058
Si  -0.0018  0.0203  0.0117
Si  0.0368  -0.0001  -0.0406
Si  -0.0149  0.0096  0.0036
Si  -0.0108  0.0278  -0.0193
Si  -0.0065  -0.0002  -0.0371
Si  0.0381  -0.0216  0.0003
Si  -0.0133  0.0157  -0.0277
Si  0.0219  -0.0195  0.0019
Si  -0.0043  0.006  -0.0495
Si  0.0133  -0.0029  -0.0498
Si  -0.0158  -0.006  -0.0168
Si  -0.0147  -0.0201  -0.0375
Si  0.0042  0.0095  -0.016
Si  -0.0219  0.0119  -0.0171
Si  -0.0025  0.001  -0.0202
Si  -0.0107  0.0152  -0.0173
Si  -0.0129  -0.0206  -0.0489
Si  0.0186  -0.0159  -0.0386
Si  -0.0004  0.0319  0.0119
Si  0.0728  -0.0159  0.0376
Si  0.0041  0.0028  0.0301
Si  0.0264  0.0174  0.059
Si  -0.0087  0.0073  0.0356
Si  -0.0025  0.0047  0.0423
Si  0.0141  -0.0082  0.0552
Si  0.0026  -0.0259  0.0624
Si  0.018  -0.0185  0.0654
Si  0.0192  -0.0134  0.0438
Si  -0.0063  0.0013  0.0647
Si  0.0165  -0.0052  0.0404
Si  -0.0041  -0.0105  0.0644
Si  -0.0085  0.0124  0.029
Si  -0.0083  -0.021  0.0279
Si  0.0042  -0.0218  0.0645
Si  -0.0022  -0.0018  0.048
Si  -0.0579  -0.001  0.0491
Si  0.0141  -0.001  0.0409
Si  -0.0311  -0.0253  0.042
Si  -0.0162  -0.0172  0.0575
Si  -0.0165  -0.0257  0.0528
Si  0.0003  -0.0084  0.0452
Si  -0.0366  0.0013  0.0383
Si  0.0171  0.0053  0.0559
Si  -0.0093  -0.0156  0.0474
Si  -0.0002  0.0238  0.0538
Si  0.005  0.0074  0.0819
Si  -0.0048  -0.0124  0.0336
Si  0.0045  0.0154  0.06
Si  -0.0015  0.0108  0.0452
Si  -0.005  0.0011  0.0102
Si  0.0029  -0.0293  0.0606
Si  0.0001  0.0032  0.0567
Si  0.0021  0.0171  0.0708
Si  0.004  -0.0086  0.0748
Si  0.0023  0.0149  0.0542
Si  -0.602  -0.318  -0.5113
Si  0.2898  0.2704  -0.6523
Si  -0.2255  -0.208  -0.7534
Si  0.1304  -0.0233  -0.7059
Si  0.083  -0.0209  -0.7713
Si  -0.1208  -0.1326  -0.7421
Si  0.247  0.0013  -0.7012
Si  -0.0634  -0.1942  -0.6801
Si  -0.3068  -0.1986  -0.722
Si  0.1124  0.2228  -0.7029
Si  -0.2011  -0.1997  -0.7667
Si  0.1441  0.2607  -0.7824
Si  -0.2901  -0.2613  -0.6818
Si  -0.2841  -0.3806  -0.6768
Si  0.0433  -0.0365  -0.6156
Si  -0.1492  -0.1242  -0.8003
Si  -0.1325  -0.3457  -0.6574
Si  0.4323  0.3305  -0.6545
Si  -0.127  -0.1941  -0.7216
Si  0.1277  0.2525  -0.5881
Si  0.4274  0.3124  -0.6906
Si  -0.3332  -0.2341  -0.6853
Si  0.1691  0.1926  -0.6716
Si  -0.1516  -0.154  -0.7557
Si  0.0188  0.1714  -0.7138
Si  -0.0767  -0.2068  -0.7038
Si  -0.2124  -0.2716  -0.7689
Si  0.1538  0.1908  -0.7459
Si  0.3291  0.2614  -0.6661
Si  -0.2187  -0.3337  -0.6274
Si  0.4053  0.371  -0.6104
Si  0.1116  -0.0535  -0.7427
Si  0.0877  0.1695  -0.7581
Si  -0.163  -0.207  -0.7083
Si  -0.1413  -0.1306  -0.793
Si  -0.0046  0.0841  -0.6436
Si  0.0612  -0.077  0.1577
Si  -0.0211  -0.0731  0.0072
Si  0.1028  0.0044  -0.1043
Si  -0.0174  -0.0914  0.2391
Si  0.0516  -0.0143  -0.0306
Si  -0.071  0.0326  0.0844
Si  0.069  -0.0313  0.0103
Si  0.0466  0.0076  -0.1607
Si  0.0678  0.1285  0.0297
Si  -0.1022  -0.0728  -0.1165
Si  0.0934  -0.0412  0.0633
Si  -0.0342  0.0223  0.1806
Si  -0.1268  -0.0308  0.1776
Si  0.0649  0.0006  0.0164
Si  -0.1457  -0.0737  -0.125
Si  0.0785  0.0479  0.0091
Si  0.06  0.1109  -0.0172
Si  -0.0936  -0.0336  -0.2213
Si  -0.0121  -0.0586  0.0773
Si  0.0026  -0.1354  -0.1164
Si  0.0261  -0.0918  -0.1008
Si  0.0614  -0.0001  0.0823
Si  -0.0071  0.0665  -0.1553
Si  -0.0485  0.0501  0.1049
Si  -0.0391  -0.1113  -0.1424
Si  -0.144  0.0832  0.0901
Si  -0.1045  0.0028  -0.0625
Si  -0.009  -0.034  -0.0429
Si  -0.0418  -0.029  0.1001
Si  0.0674  -0.0883  -0.0095
Si  0.0133  0.0379  -0.0982
Si  -0.0043  0.0844  0.0266
Si  -0.0322  0.0547  0.1639
Si  -0.04  -0.0656  0.0566
Si  -0.0681  0.0233  -0.0343
Si  0.1906  0.1017  0.0786
Si  -0.0856  0.0587  -0.101
Si  -0.0159  -0.0076  0.1431
Si  -0.1741  0.1031  0.0688
Si  -0.148  -0.0165  0.0668
Si  -0.0597  0.1302  -0.02
Si  0.017  0.0094  -0.1444
Si  0.0047  -0.102  -0.1518
Si  0.0147  0.0415  0.0838
Si  -0.0023  0.1042  -0.078
Si  -0.0267  0.0554  -0.0781
Si  0.012  0.0232  -0.1031
Si  0.1102  0.1489  -0.0375
Si  0.0079  -0.023  -0.0467
Si  -0.0754  0.0206  0.0483
Si  -0.0374  0.0541  -0.0839
Si  0.0868  -0.0135  0.1027
Si  -0.0603  0.0457  -0.1157
Si  -0.1228  -0.0155  0.0053
Si  0.0473  0.0183  -0.1391
Si  0.0595  0.1013  -0.0829
Si  -0.1291  0.0368  -0.0193
Si  -0.0752  0.1115  -0.1635
Si  0.0219  0.0519  0.0212
Si  -0.0215  -0.0544  -0.2505
Si  0.0191  -0.0063  0.0067
Si  0.0431  -0.0025  -0.0342
Si  0.0485  0.0771  0.1065
Si  0.0699  0.0906  0.0821
Si  0.0672  -0.0974  0.0322
Si  -0.0829  0.0096  0.0249
Si  0.0295  -0.0626  -0.0106
Si  -0.1182  -0.0136  -0.176
Si  -0.0128  0.0081  -0.0666
Si  -0.0476  0.084  -0.099
Si  0.0589  -0.0077  -0.061
Si  -0.0071  0.0008  0.1924
Si  -0.0589  -0.0091  -0.0512
Si  -0.1027  -0.0102  -0.1685
Si  0.0034  0.0747  0.0716
Si  -0.0184  -0.013  0.0343
Si  -0.0931  -0.0438  0.1074
Si  0.1326  -0.1035  0.1618
Si  0.0132  0.0635  -0.0304
Si  0.0008  -0.026  0.0196
Si  0.0473  -0.028  -0.0617
Si  0.0089  0.0628  -0.0233
Si  0.0401  0.0528  -0.0986
Si  -0.0158  -0.0191  -0.0726
Si  -0.0423  0.0799  -0.0699
Si  -0.0229  0.0253  0.0035
Si  0.0428  0.0061  0.1289
Si  0.0339  -0.0251  -0.0501
Si  -0.0146  0.1343  0.1035
Si  -0.0103  0.1421  -0.0091
Si  0.037  0.0288  -0.0908
Si  -0.0714  -0.0713  0.035
Si  -0.046  0.0417  0.1324
Si  -0.0976  -0.1135  0.0607
Si  0.1496  0.1698  -0.01
Si  0.0616  -0.1769  0.0942
Si  -0.0155  0.04  -0.1283
Si  -0.0644  -0.0518  -0.0891
Si  -0.0927  -0.0168  0.0605
Si  0.0149  -0.006  -0.1199
Si  -0.0553  0.1299  0.0331
Si  0.0447  -0.0098  0.08
Si  0.09  -0.0425  -0.0863
Si  0.0715  -0.0443  0.0308
Si  0.0076  -0.0681  -0.0406
Si  -0.1097  -0.0274  -0.0925
Si  -0.0641  0.0779  0.1754
Si  0.0265  0.1101  0.0397
Si  -0.0041  0.0099  -0.006
Si  0.0135  0.0116  -0.0008
Si  0.0021  -0.0154  0.0052
Si  0.003  -0.0101  0.0181
Si  -0.0037  0.0108  -0.0021
Si  -0.0053  0.004  0.01
Si  -0.0161  0.0128  0.0002
Si  -0.0048  -0.0095  0.0051
Si  -0.0015  -0.0088  0.0122
Si  0.0124  -0.016  0.0069
Si  -0.002  -0.0059  0.006
Si  -0.0101  -0.0171  0.0075
Si  -0.0079  -0.004  0.0081
Si  -0.0143  -0.0159  0.0066
Si  -0.0164  -0.0045  0.0036
Si  -0.01  0.0009  -0.0059
Si  -0.0008  -0.0082  -0.0014
Si  -0.0179  0.0202  0.0015
Si  0.0092  0.0125  0.0055
Si  -0.0305  -0.012  0.0074
Si  0.0143  0.0128  -0.0069
Si  -0.0045  -0.0039  0.0076
Si  0.0094  0.0012  -0.0229
Si  0.0051  0.016  -0.006
Si  0.0152  -0.0062  0.0093
Si  0.0014  -0.0028  0.0168
Si  -0.0036  0.0199  -0.0021
Si  0.0054  0.0109  0.0101
Si  0.0032  -0.0081  -0.0066
Si  0.011  0.0112  0.0042
Si  -0.0078  -0.0009  0.0082
Si  0.0173  -0.0111  0.0095
Si  -0.0013  -0.0091  0.0052
Si  0.0006  -0.0122  0.0031
Si  -0.0014  0.0104  0.0056
Si  0.0059  0.0153  0.0061
Si  -0.012  0.0108  -0.0104
Si  -0.003  0.0007  0.0003
Si  0.0183  -0.0028  -0.0092
Si  -0.0021  -0.0013  0.0019
Si  0.0052  -0.0048  0.0016
Si  -0.0038  0.0074  -0.012
Si  0.015  -0.0051  -0.0038
Si  0.0099  -0.0087  -0.0123
Si  -0.0081  0.0127  -0.0055
Si  -0.0057  0.0098  -0.0063
Si  0.018  -0.0001  -0.002
Si  0.0021  0.0057  -0.0068
Si  0.0042  0.0081  -0.0001
Si  0.002  -0.0057  -0.0009
Si  0.0126  -0.0011  -0.0058
Si  0.011  -0.0056  -0.0031
Si  -0.0031  0.0124  -0.0067
Si  -0.0046  0.0043  0.001
Si  0.0014  0.0049  0.005
Si  0.0097  0.0004  -0.0078
Si  0.0028  -0.0029  -0.0054
Si  0.003  0.0025  0.0006
Si  -0.0064  -0.0008  0.0021
Si  -0.0018  0.0033  0.0033
Si  0.0097  -0.0058  0.0031
Si  0.0002  -0.0005  -0.003
Si  -0.0058  -0.0078  -0.0063
Si  -0.0101  0.0083  -0.0043
Si  0.0057  -0.0133  -0.0045
Si  -0.0061  -0.0061  -0.0063
Si  -0.0004  0.0022  -0.0112
Si  0.0024  -0.0032  -0.0061
Si  -0.0044  0.0013  0.0009
Si  0.0023  0.0049  -0.006
Si  0.0016  -0.0031  -0.0056
Si  -0.0007  -0.004  -0.0081
Si  0.0111  0.003  0.0095
Si  -0.0134  -0.0094  0.0057
Si  0.0042  -0.0081  -0.0124
Si  0.0072  0.0054  -0.0029
Si  -0.0027  0.0039  -0.002
Si  0.0019  -0.0179  -0.0011
Si  0.0047  0.0161  -0.0003
Si  -0.0032  -0.0009  -0.0012
Si  0.0013  -0.0058  0.0002
Si  -0.0128  -0.0031  0.0107
Si  0.0047  -0.0013  -0.0072
Si  -0.0105  0.0058  0.0045
Si  -0.0058  -0.0152  0.0022
Si  0.0064  0.0063  -0.0065
Si  -0.0105  0.0046  -0.0078
Si  0.0123  0.018  -0.0124
Si  0.0025  -0.0037  -0.0003
Si  -0.0015  0.0036  0.0062
Si  -0.0119  -0.0141  -0.0008
Si  -0.0047  -0.0009  -0.0092
Si  -0.0002  -0.0035  -0.0068
Si  0.0064  -0.0069  -0.0113
Si  -0.0048  0.0047  -0.009
Si  -0.0023  0.0013  -0.0122
Si  0.0078  0.0023  -0.005
Si  0.0024  0.0003  -0.0054
Si  -0.0001  0.0014  -0.0026
Si  0.0009  0.0019  -0.0045
Si  -0.0021  0.0022  -0.0056
Si  -0.0049  -0.0007  -0.0013
Si  -0.0005  0.0006  -0.0008
Si  0.0015  -0.0041  -0.0068
Si  0.006  0.003  -0.0081
Si  -0.0013  -0.0056  -0.0017
Si  0.0053  -0.001  -0.0001
Si  0.0049  0  -0.0021
Si  -0.0021  0.0069  -0.0017
Si  0.0078  0.0002  0.0023
Si  0.0037  -0.0044  -0.0007
Si  0.0005  0.0048  0.0026
Si  -0.0004  -0.0003  0.0035
Si  -0.0072  0.0036  -0.0025
Si  0.0015  0.0064  -0.0076
Si  -0.0045  -0.0036  0.0001
Si  0.0004  -0.0028  -0.0054
Si  0.0095  -0.0064  0.0011
Si  -0.0009  -0.0073  -0.0038
Si  0.0011  0.0052  0.0023
Si  -0.0065  0.0032  0
Si  0.0017  0.0006  -0.0084
Si  0.0004  0.0003  -0.0006
Si  0.0033  -0.0115  -0.0088
Si  -0.0055  0.0041  -0.0041
Si  0.0036  0.0011  -0.0013
Si  0.0039  -0.0049  0.0073
Si  -0.0002  -0.0022  -0.0005
Si  0.0038  -0.0033  0.0028
Si  -0.0027  0.0014  0
Si  -0.0022  0.0071  0.0037
Si  -0.0047  0.0008  0.0055
Si  -0.0048  0.0002  -0.0019
Si  0.0023  0.0018  0.0025
Si  0.004  0.0039  0.0023
Si  -0.0011  -0.0054  0.0032
Si  0.0007  -0.0019  0
Si  0.0133  -0.001  0.0002
Si  0.0036  -0.0087  -0.0012
Si  0.0036  -0.0114  0.0004
Si  -0.0088  0.002  -0.001
Si  -0.0018  0.0091  -0.0004
Si  -0.0076  0.0069  -0.0005
Si  -0.0031  -0.0006  -0.0019
Si  0.0009  -0.0002  0.0057
Si  -0.0065  0.0055  0.0038
Si  0.0073  -0.0031  0.0032
Si  0.006  -0.0032  -0.0021
Si  -0.0029  -0.0012  -0.0023
Si  0.0044  -0.0002  -0.0016
Si  -0.0028  -0.0049  -0.0015
Si  -0.001  0.0045  0.0012
Si  -0.0023  -0.0032  0.0038
Si  -0.0103  -0.005  0.0034
Si  0.0072  0.006  0.0019
Si  -0.0013  -0.0053  0.003
Si  -0.0044  -0.0031  0.0007
Si  -0.0028  -0.0093  -0.0008
Si  -0.0045  0.005  -0.002
Si  0.0066  0.0057  -0.0009
Si  0.0007  0.0097  -0.005
Si  0.002  0.003  -0.0006
Si  0.002  0.0081  0.0005
Si  -0.0039  0.0013  -0.0015
Si  -0.0044  -0.0026  -0.0026
Si  -0.0002  0.0005  -0.0049
Si  -0.0006  -0.0007  -0.0052
Si  0.0034  0.0042  -0.0079
Si  0.0048  -0.0032  -0.0059
Si  -0.0001  -0.0001  -0.003
Si  -0.006  -0.007  -0.0022
Si  -0.0016  0.0046  -0.0023
Si  0.002  -0.0019  -0.0037
Si  0.0031  -0.0027  0.0014
Si  0.0023  0.003  -0.0009
Si  0.0045  -0.001  0.0054
Si  0.0056  0.0028  -0.0044
Si  -0.0023  -0.0026  -0.0043
Si  -0.0035  -0.0021  -0.0005
Si  0.0039  0.0003  0.0009
Si  0.0113  -0.0039  -0.0007
Si  0.0038  0.0014  -0.0009
Si  -0.0026  0.0008  0.0013
Si  -0.0034  0.0014  -0.0019
Si  -0.0032  -0.0014  -0.0015
Si  0.0036  0.0039  0.001
Si  -0.0021  0.0076  -0.0006
Si  -0.0005  -0.0075  0.001
Si  0.0074  -0.0013  -0.0025
Si  -0.0019  -0.0043  -0.0056
Si  -0.0009  0.0016  0.0001
Si  -0.0076  0.0029  -0.0024
Si  -0.004  0.0049  0.0006
Si  -0.0004  0.0036  -0.0019
Si  -0.0015  -0.0023  -0.0018
Si  -0.0003  0  0.0037
Si  0.0018  -0.0012  -0.0004
Si  0.0011  -0.0022  0.0014
Si  0.0028  -0.0054  0.0016
Si  0.0071  -0.0023  0.0008
Si  -0.0005  0.0025  -0.0004
Si  0  -0.0005  0.0006
Si  -0.0014  -0.003  0.001
Si  -0.0031  0.0003  0.0032
Si  0.001  -0.0018  -0.0005
Si  -0.0011  -0.0035  0
Si  0.0039  -0.0022  -0.001
Si  -0.0002  -0.003  0.0022
Si  -0.0018  0.0046  0.0004
Si  -0.0032  0.0006  -0.0023
Si  -0.0019  -0.001  0.0005
Si  0.0027  0.0003  0.0012
Si  0.0013  0.0006  0.0009
Si  0.0062  0.0042  0.0017
Si  0.0008  -0.0031  0.0004
Si  -0.0049  -0.0012  -0.0005
Si  0.0019  0.0048  0.0006
Si  0.0032  -0.0004  0.0011
Si  -0.001  -0.0008  -0.0001
Si  0.0038  -0.0005  0.0005
Si  0.0059  -0.0017  0.0011
Si  -0.0054  -0.0021  0.0027
Si  -0.0036  -0.0011  0.0035
Si  -0.0086  0.0028  0.0015
Si  0.0048  -0.0026  -0.0001
Si  0.0027  0.0018  -0.0019
Si  0.0027  -0.0048  0.0017
Si  -0.0018  -0.0015  0.002
Si  -0.0046  0.0015  0.0023
Si  0.0002  0.001  -0.0006
Si  -0.0007  0.0023  -0.0015
Si  0.0001  0.0019  0.0005
Si  -0.0018  -0.0006  -0.0008
Si  -0.0019  0.0004  -0.0023
Si  -0.0029  -0.0022  -0.0016
Si  -0.0007  -0.0024  -0.0019
Si  -0.001  -0.0003  -0.0022
Si  0.0023  0.0015  -0.0061
Si  0.0019  0.0048  -0.0035
Si  0.0018  0.0049  0.0025
Si  0.0009  0.0005  -0.0009
Si  -0.005  -0.0002  -0.0014
Si  -0.0026  0.0026  -0.0048
Si  -0.0012  -0.0039  -0.0001
Si  0.0058  -0.0021  -0.0004
Si  0.0031  -0.0004  -0.0005
Si  0.0038  -0.0014  0.0019
Si  -0.0013  0  0.0003
Si  -0.0013  0.0002  -0.001
Si  -0.0011  -0.0004  -0.0014
Si  0.0005  0.0014  0.0011
Si  0.0052  -0.0014  0.0014
Si  -0.0006  -0.0031  -0.0012
Si  0.0035  0.0018  -0.0018
Si  0.0034  -0.0012  -0.0019
Si  -0.0006  0.0024  -0.0013
Si  -0.0012  -0.0017  -0.0023
Si  0.005  0.0001  0.0018
Si  0.0057  0.0042  0.0003
Si  0.0059  -0.0012  0.0002
Si  -0.0027  0.0013  -0.0039
Si  -0.0006  0.0019  -0.0031
Si  -0.0009  0.0046  0.001
Si  0  0.0029  -0.0011
Si  -0.0034  0.0005  0.0006
Si  -0.0011  -0.0004  -0.0032
Si  0.0021  -0.0004  -0.0046
Si  -0.0042  -0.0021  -0.0013
Si  -0.0077  -0.0014  -0.0031
Si  -0.0021  -0.0013  -0.0031
Si  -0.002  -0.0007  -0.002
Si  0.0032  0.0021  0.0012
Si  0  0.0002  -0.0002
Si  0.0017  0.0014  0.0021
Si  -0.0005  -0.003  0
Si  -0.0047  -0.0065  0.002
Si  0.0056  -0.0028  0.0034
Si  0.0004  -0.0041  0.0028
Si  0.0063  0.0014  -0.0009
Si  0.0005  -0.0058  0.0006
Si  -0.0049  -0.0043  0.0015
Si  0  0.0012  0.003
Si  -0.006  0.0004  0.0016
Si  0.002  0.0005  0.0034
Si  0.0025  0.0029  0.0015
Si  -0.0007  -0.0005  -0.0002
Si  -0.0024  -0.0025  0.0011
Si  0.0015  0.0007  -0.0001
Si  0.0055  0.0013  0.0006
Si  -0.0046  -0.0001  0.0037
Si  -0.0033  0.0037  0.0006
Si  0.0043  -0.0063  0.0034
Si  0.0038  0.0039  0.0033
Si  0.0005  -0.0035  0.0019
Si  -0.0046  -0.0045  0.0073
Si  -0.0018  0.0016  0.0059
Si  -0.0013  0.0042  0.0021
Si  -0.0013  0.0008  0.0006
Si  0.0056  -0.0035  0.001
Si  0.0036  -0.0063  0.0015
Si  -0.0036  -0.0027  0.0001
Si  -0.0024  0.0027  0.0016
Si  -0.0049  -0.0009  0.0003
Si  0.0007  0.0015  -0.0003
Si  0.0023  0.0024  0.0004
Si  -0.007  0.0039  -0.001
Si  -0.0014  0.0062  0.0021
Si  0.0017  -0.0007  0.003
Si  -0.004  0.0016  0.0001
Si  0.003  -0.0034  -0.0019
Si  0.0003  -0.002  0
Si  0.0041  0.0033  -0.0009
Si  -0.0021  -0.0034  0.0046
Si  0.0027  0.0032  -0.0018
Si  0.0081  -0.0017  -0.0012
Si  -0.0054  0.0028  -0.0024
Si  -0.0006  0.0055  -0.002
Si  -0.001  -0.0011  0.0014
Si  0.0028  -0.0015  0.0018
Si  0.0056  -0.0019  0.0018
Si  -0.0066  0  0.002
Si  -0.0016  0.0033  0.0003
Si  0.0017  -0.0048  0.0009
Si  0.0011  -0.0038  0.0011
Si  -0.0013  -0.0051  -0.0033
Si  -0.0013  -0.0012  0.0024
Si  -0.0034  0.0008  -0.003
Si  0.0004  0.0055  0.0033
Si  0.0118  0.002  -0.0019
Si  -0.0024  0.0026  0.0034
Si  0.0036  0.002  0.0034
Si  0.0026  0.0078  -0.0034
Si  0.0004  -0.0029  -0.0003
Si  -0.001  0.0011  0.0013
Si  -0.0002  0.0083  -0.0015
Si  -0.0013  -0.0007  -0.0022
Si  -0.0013  0.0065  -0.0033
Si  0.003  -0.002  -0.0003
Si  -0.0011  -0.003  0.0002
Si  -0.0028  0.0015  0.001
Si  -0.0035  -0.0042  -0.0036
Si  -0.008  -0.0122  -0.0021
Si  -0.0061  -0.0064  0.0034
Si  0.0063  0.0002  0.0013
Si  0.0043  0.009  0.0016
Si  0.0018  -0.0036  0.0044
Si  -0.0012  -0.0023  0.0046
Si  0.0001  -0.0044  0.0041
Si  0.0114  0.0039  0.0006
Si  -0.0037  -0.0016  -0.0002
Si  -0.006  0.0052  0.0004
Si  -0.0069  -0.0101  0.0018
Si  0.0014  -0.0105  0.003
Si  -0.0021  0.0015  0.0008
Si  0.001  0.0008  0.0022
Si  -0.0001  0.0021  0.0002
Si  0.0006  -0.0016  0.0046
Si  -0.0019  0.0005  0.0029
Si  -0.0027  0.003  -0.0004
Si  0.0063  0.002  0.0011
Si  0.0015  -0.0094  0.0007
Si  -0.0097  0.0118  0.003
Si  0.0068  -0.0068  0.0084
Si  -0.0068  0.0004  -0.0038
Si  0.001  -0.0098  0.0064
Si  -0.0035  0.008  0.0019
Si  -0.0014  0.003  0.0111
Si  0.0037  -0.0003  0.0029
Si  0.0025  -0.0013  0.0076
Si  -0.0112  -0.0003  0.0062
Si  0.0012  -0.0039  0.0039
Si  0.0038  -0.0139  0.0015
Si  -0.0012  -0.0067  0.0027
Si  0.0027  0.0005  0.009
Si  0.005  -0.0001  0.0045
Si  -0.0034  0.0006  -0.0025
Si  0.0052  -0.0042  -0.0007
Si  -0.011  0.0083  0.0085
Si  -0.0001  0.0086  0.0034
Si  0.0013  -0.001  0.0034
Si  -0.011  -0.0002  0.0008
Si  0.006  0.0002  0.0047
Si  -0.0024  0.0048  0.0023
Si  0.003  0.0011  0.0019
Si  -0.0012  -0.0053  0.0058
Si  0.008  0.0007  -0.0053
Si  0.0177  -0.0113  -0.002
Si  -0.0084  0.0098  -0.0008
Si  -0.009  0.0107  0.0025
Si  0.0014  -0.0069  0.005
Si  -0.0098  0.0102  0.0022
Si  0.0062  -0.0049  0.0046
Si  -0.0114  0.0172  0.0057
Si  0.0006  0.0008  0.0058
Si  0.0083  -0.0124  0.0047
Si  -0.0015  0.0011  0.0022
Si  0.001  -0.0032  0.0053
Si  -0.0002  0.0009  0.0057
Si  -0.0052  0.0039  0.0021
Si  0.012  0.0106  0.0003
Si  -0.0057  -0.0073  0.0067
Si  -0.0012  0.0115  0.0003
Si  -0.0113  -0.0112  -0.0016
Si  -0.0026  -0.0064  0.0017
Si  -0.0042  -0.0067  0.0022
Si  0.0069  0.0032  0.0036
Si  0.0026  0.0017  -0.0014
Si  0.0053  0.0054  0.0061
Si  0.0024  0.0059  -0.0009
Si  -0.0061  -0.0106  0.0015
Si  -0.0058  0.0022  -0.0002
Si  -0.004  -0.0004  0.0009
Si  0.0049  0.006  0
Si  -0.0054  -0.0085  -0.0003
Si  0.0032  -0.0022  0.0031
Si  -0.0025  -0.0023  0.0015
Si  0.0083  0.0026  0.0028
Si  0.0003  -0.0047  0.0047
Si  -0.0173  -0.0026  0.0012
Si  -0.0122  -0.008  0.0042
Si  -0.0042  -0.0037  0.0029
Si  0.0015  0.0085  0.0057
Si  0.0071  0.0071  0.0023
Si  -0.0044  -0.0019  -0.0008
Si  -0.0006  0.002  0.009
Si  0.0086  0.0021  0.0037
Si  0.0119  -0.0046  0.0001
Si  0.0094  0.0022  0.0039
Si  -0.0057  -0.0113  0.0088
Si  0.0036  -0.0094  0.0036
Si  -0.0101  -0.0048  0.0043
Si  -0.0103  -0.0025  0.006
O  -0.0617  -0.054  0.1232
O  -0.1268  0.2495  0.3903
O  -0.3137  -0.0872  -0.646
O  0.4352  0.2831  -0.101
O  -0.1715  -0.2506  0.4722
O  -0.73  0.0399  -0.2957
O  0.2129  -0.1605  0.5579
O  -0.2636  -0.1892  -0.2826
O  0.2801  -0.0836  0.4543
O  0.3736  0.3354  -0.0521
O  -0.3959  -0.4189  0.3004
O  -0.154  -0.3953  0.3836
O  -0.595  0.4989  -0.1269
O  -0.1908  -0.0659  0.5449
O  -0.0099  0.223  -0.195
O  -0.289  0.3165  0.1279
O  -0.2752  -0.3181  -0.294
O  0.3768  0.183  -0.2698
O  -0.4476  -0.1513  0.1701
O  -0.4059  0.2565  0.3174
O  0.4812  0.0805  0.1184
O  0.2742  0.3993  0.1083
O  0.3367  -0.2179  0.3164
O  -0.0637  -0.0962  0.2332
O  0.1796  0.5282  0.2132
O  0.0057  0.3813  -0.3399
O  0.0469  -0.0226  -0.1867
O  0.5911  0.3908  -0.0316
O  0.2256  -0.1945  0.2418
O  0.1174  -0.391  -0.095
O  0.2479  0.0286  -0.0762
O  -0.1885  0.1333  -0.3446
O  0.3964  0.1995  -0.2602
O  0.109  -0.0879  0.4941
O  -0.3321  -0.1872  -0.3757
O  0.4098  0.3739  0.1617
O  0.2099  0.1021  0.5977
O  -0.3743  -0.0962  -0.2992
O  -0.1007  -0.4808  -0.2367
O  0.25  -0.1157  -0.3882
O  -0.4233  0.0928  -0.2971
O  0.083  -0.0819  -0.1505
O  0.0185  -0.1737  -0.1808
O  -0.0399  0.3206  -0.6955
O  -0.0835  -0.0245  -0.0577
O  -0.2895  0.113  -0.3525
O  0.1378  0.3624  -0.0946
O  0.0727  -0.2589  0.3436
O  0.0693  0.0246  -0.0297
O  0.1685  0.1105  -0.2988
O  -0.4168  -0.3506  0.1572
O  -0.0026  0.3928  -0.3459
O  0.176  0.0549  0.0893
O  0.1997  0.0573  0.3277
O  0.0109  0.3416  0.099
O  -0.1636  -0.141  0.1448
O  0.1472  0.2046  0.2287
O  -0.2308  -0.1434  -0.0353
O  -0.426  0.0025  -0.1703
O  0.2289  -0.1765  -0.1943
O  0.0194  0.2114  0.1484
O  -0.1419  -0.4089  -0.6058
O  0.3177  -0.3926  -0.1445
O  -0.0213  -0.1619  -0.1912
O  -0.2021  0.3621  0.2928
O  0.2952  0.4719  -0.1756
O  0.0405  0.3864  -0.225
O  -0.2329  0.0694  -0.0656
O  -0.0974  -0.122  0.2471
O  0.478  0.1073  0.546
O  -0.3467  -0.2735  0.2913
O  0.0709  -0.2256  0.7635
O  -0.3417  -0.3023  -0.2604
O  -0.2154  0.0379  -0.4873
O  -0.3083  -0.2554  -0.6523
O  0.2144  -0.1185  -0.5881
O  0.0888  -0.3959  -0.0179
O  -0.2718  0.2931  -0.3281
O  -0.0868  0.1725  0.4974
O  0.0944  -0.455  0.1615
O  -0.0218  0.5647  0.1058
O  0.3051  0.0289  0.031
O  0.4373  0.275  -0.1882
O  0.3154  0.0261  0.1698
O  0.2213  -0.2124  0.6015
O  -0.0182  -0.241  0.7035
O  -0.2962  0.2242  -0.514
O  0.1402  0.1008  0.3389
O  -0.4669  -0.2755  -0.3912
O  0.1642  0.3524  0.2297
O  -0.3871  0.1294  0.3463
O  -0.3036  0.3446  -0.1909
O  -0.0461  0.5111  -0.3461
O  0.2664  -0.0775  -0.3795
O  0.5078  0.1806  0.2468
O  -0.2028  -0.01  -0.2448
O  -0.2483  -0.4798  -0.3774
O  -0.5596  -0.3503  -0.0362
O  0.0198  0.06  -0.3888
O  -0.1629  -0.0524  -0.2449
O  0.0359  0.0068  0.2993
O  -0.1011  -0.0837  -0.5309
O  0.0204  0.0624  0.612
O  0.2258  -0.1836  0.0698
O  0.1659  -0.3143  -0.3561
O  0.0938  0.0746  0.3114
O  -0.1705  0.5094  0.1935
O  0.3975  0.3599  -0.3216
O  0.1411  -0.1565  0.339
O  -0.1702  -0.0768  0.0317
O  -0.1514  0.1549  -0.0243
O  -0.4628  -0.2222  -0.2829
O  0.1879  -0.4857  -0.5764
O  -0.1616  -0.1852  0.1754
O  0.2893  -0.0972  0.4573
O  0.063  0.4679  -0.358
O  0.1897  -0.3674  0.0912
O  -0.2262  -0.3836  -0.3981
O  -0.0871  0.0262  -0.0228
O  0.1783  0.0016  0.1921
O  0.2938  0.4278  -0.041
O  -0.2005  0.6462  0.1396
O  -0.3776  0.1388  -0.0316
O  -0.1201  -0.157  0.5779
O  0.5727  -0.0269  0.1154
O  -0.2718  -0.1572  0.3563
O  -0.4123  -0.1292  -0.2443
O  -0.1507  -0.076  -0.2387
O  0.0586  -0.0585  -0.5225
O  0.1235  -0.1715  0.4273
O  0.0079  0.3641  0.4072
O  0.1408  -0.4084  -0.3362
O  0.432  -0.0555  -0.1669
O  0.1161  -0.5423  0.1797
O  0.0742  -0.4119  0.23
O  0.1474  0.0724  -0.4685
O  -0.05  0.2487  -0.4683
O  0.3328  0.2648  -0.2456
O  -0.1845  -0.2895  0.0413
O  0.4606  0.2933  -0.426
O  0.0786  0.1539  0.2237
O  -0.0193  0.0765  0.2284
O  -0.1069  -0.4769  0.0249
O  0.2829  0.249  0.3605
O  -0.268  0.0172  0.3059
O  0.1483  -0.6442  0.186
O  -0.2944  -0.153  0.2393
O  0.6304  0.0178  0.2196
O  0.1598  0.0673  -0.0607
O  -0.0701  0.0396  -0.3531
O  -0.0912  0.3463  -0.4945
O  0.3761  0.3274  0.2709
O  0.4113  0.165  0.2688
O  -0.5081  -0.0972  0.2917
O  0.3781  0.2918  0.2358
O  -0.1476  0.6299  0.2277
O  -0.0086  -0.1172  0.3622
O  -0.1287  -0.0742  0.503
O  0.5087  -0.5082  0.2756
O  0.0768  -0.1491  0.4728
O  -0.1177  0.0635  0.2923
O  0.353  0.1088  -0.2516
O  -0.0751  -0.0186  -0.2339
O  0.3174  0.6323  -0.0323
O  -0.2889  0.0563  -0.0445
O  -0.3681  -0.2611  0.1573
O  0.1019  -0.0789  0.0917
O  0.0222  0.0485  0.224
O  -0.2983  -0.3198  0.2676
O  0.2141  0.5299  0.1595
O  -0.2728  0.0338  0.6295
O  -0.353  -0.42  0.1428
O  0.0709  0.1391  -0.129
O  -0.0222  0.2175  -0.4789
O  -0.1599  -0.3189  -0.4229
O  -0.3359  0.4138  0.1447
O  -0.0252  0.121  0.022
O  0.2709  0.4663  -0.0428
O  -0.136  0.3559  0.2285
O  -0.0727  0.2479  0.3015
O  0.2012  -0.0528  0.5042
O  0.0232  -0.0042  -0.5416
O  -0.2199  0.1385  -0.3363
O  0.1156  -0.3749  -0.2208
O  -0.1773  -0.0538  -0.3826
O  -0.2024  -0.4216  -0.2244
O  0.2493  -0.302  0.3681
O  -0.2284  0.1579  0.456
O  -0.218  0.0758  0.068
O  0.2617  0.0627  0.2089
O  -0.1207  0.1653  0.5655
O  -0.6372  -0.4021  0.1842
O  0.0605  -0.4187  0.198
O  -0.0623  -0.1148  0.2887
O  -0.1108  0.3214  -0.0269
O  0.2693  0.2322  -0.1787
O  0.336  -0.1421  -0.0213
O  -0.1396  0.1251  0.1202
O  -0.239  -0.3109  -0.0892
O  -0.0568  0.0883  -0.3206
O  0.1795  -0.2765  0.075
O  -0.2595  0.1297  -0.1191
O  0.1057  0.5364  0.005
O  -0.1037  0.0015  -0.5915
O  0.2197  0.0416  -0.5471
O  -0.054  0.0837  -0.2744
O  0.1875  0.2309  0.2588
O  0.5285  -0.2005  0.0456
O  -0.0146  -0.1035  -0.1409
O  -0.2549  0.2322  -0.4663
O  -0.3362  0.4716  -0.2708
O  0.1249  -0.0064  0.2228
O  0.3423  0.1512  0.2497
O  -0.0379  -0.1796  0.5116
O  -0.3286  0.2061  0.1978
O  -0.2161  0.1373  0.2696
O  0.0488  0.1833  0.4685
O  -0.1803  -0.1525  -0.1172
O  0.0096  0.1295  -0.2245
O  -0.2912  -0.7205  0.2828
O  0.1859  -0.5406  0.0496
O  -0.0715  -0.3701  -0.5662
O  0.1099  -0.3822  0.0838
O  -0.0001  0.0794  -0.1023
O  -0.1505  -0.1556  0.3494
O  0.5498  -0.2655  -0.054
O  0.4549  -0.2081  0.0393
O  0.1649  -0.1377  -0.2906
O  0.2432  -0.0166  0.4353
O  -0.3496  0.3126  -0.2458
O  0.0967  -0.4069  -0.2758
O  -0.073  0.1653  -0.0694
O  -0.1523  0.0827  0.5431
O  0.3107  -0.2151  -0.5565
O  0.0154  0.177  -0.3241
O  -0.106  0.5411  -0.1356
O  0.8427  0.0523  0.3098
O  0.478  -0.4348  0.3006
O  -0.4612  -0.1584  -0.0004
O  -0.0505  0.1502  -0.5978
O  0.3903  0.1263  0.3711
O  0.0179  0.2598  -0.1138
O  0.0878  -0.5815  0.3106
O  -0.7653  -0.1081  0.0952
O  -0.0813  0.1038  0.0428
O  0.5189  0.2127  -0.2866
O  -0.6677  -0.2399  -0.0197
O  0.3845  -0.1643  -0.1875
O  0.3306  -0.0405  -0.1446
O  0.161  -0.1862  -0.3588
O  0.2578  0.4578  -0.4617
O  -0.1905  -0.0727  -0.1277
O  0.1344  0.3483  0.1302
O  0.1301  -0.1875  -0.6206
O  0.3808  -0.2064  -0.2901
O  0.264  -0.1428  -0.249
O  -0.2729  0.3173  0.2413
O  -0.5975  0.0457  -0.2559
O  -0.699  -0.353  -0.0728
O  0.1292  0.5503  -0.1411
O  -0.2117  0.1136  0.517
O  0.0888  0.4646  -0.5062
O  -0.6324  0.4007  0.3442
O  -0.2844  0.3235  0.0973
O  0.1681  -0.3845  0.3917
O  -0.0598  -0.3922  -0.1555
O  -0.134  -0.1533  -0.4302
O  -0.0406  -0.0025  -0.024
O  -0.4437  0.0859  -0.5974
O  0.1403  0.193  -0.2296
O  -0.7494  0.145  -0.0406
O  -0.4505  0.2539  0.2819
O  0.2875  0.2828  0.6956
O  0.0139  -0.0714  0.5152
O  -0.1887  -0.2366  -0.0926
O  -0.2221  -0.5866  0.016
O  0.6915  0.1051  -0.213
O  -0.49  0.0524  -0.1558
O  -0.0558  -0.216  0.655
O  0.6999  0.0076  -0.1904
O  0.2465  -0.263  -0.6382
O  -0.0575  0.0161  0.4972
O  0.4611  0.1114  0.1623
O  -0.2609  0.1778  0.314
O  0.2558  -0.1858  0.5952
O  0.124  -0.1325  -0.0644
O  0.2742  -0.6111  0.0609
O  -0.261  -0.4519  -0.4001
